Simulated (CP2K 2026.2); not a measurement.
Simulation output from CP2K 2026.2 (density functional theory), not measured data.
Periodic cell of 2016 atoms, Si1440O576, from a study of silicon, its oxide and their interface. The atomic structure is a simulated model.
Doubt: the forces sum to 7.93 eV/angstrom along one axis rather than to zero, so they err by at least 0.0039 eV/angstrom per atom on average; the grid cutoff is modest.

Settings: functional PBE; method Gaussian and plane waves; basis set DZVP-MOLOPT-SR-GTH; pseudopotentials GTH-PBE; grid cutoff 300 Ry, relative cutoff 40 Ry; k points Gamma only; occupations fixed; spin none; net charge 0.

Cell vectors (angstrom)
a 65.28 0 0
b 0 16.32 0
c 0.1591 -0.4817 33.4011

Atoms and the computed forces on them: element, x, y, z (angstrom), force x, y, z (eV/angstrom)
Si 0.897 -1.113 0.058 0.245 -0.181 0.771
Si 4.21 1.136 0.24 -0.194 0.182 0.784
Si 1.151 4.203 0.062 0.17 -0.137 0.764
Si 3.942 6.84 0.642 -0.031 0.018 0.506
Si 1.854 -7.268 0.091 -0.303 0.099 0.67
Si 4.379 -4.704 0.062 -0.131 0.36 0.677
Si 6.365 -1.089 0.514 0.109 0.011 0.762
Si 9.326 1.564 0.12 0.162 -0.171 0.689
Si 6.13 4.691 0.218 0.173 -0.24 0.757
Si 8.752 7.381 0.092 0.219 -0.122 0.695
Si 6.656 9.563 0.59 0.019 -0.015 0.536
Si 9.621 -4.356 0.223 -0.045 0.149 0.614
Si 12.411 -1.55 0.12 -0.282 0.206 0.771
Si 15.11 1.307 0.187 -0.292 0.147 0.708
Si 12.107 4.578 0.001 -0.094 -0.231 0.734
Si 15.147 6.468 0.095 -0.073 0.304 0.628
Si 11.861 -6.49 0.321 -0.039 -0.069 0.601
Si 14.518 -3.918 0.075 0.339 -0.127 0.689
Si 17.292 -0.998 -0.231 0.416 -0.415 0.6
Si 20.887 1.125 0.071 -0.199 -0.064 0.698
Si 17.449 4.283 -0.019 0.211 -0.209 0.664
Si 20.153 7.006 -0.111 0.219 -0.051 0.677
Si 17.902 -7.094 -0.097 -0.113 0.148 0.691
Si 20.733 -4.449 -0.272 -0.2 0.315 0.719
Si 23.065 -1.151 -0.132 0.119 -0.156 0.622
Si 25.773 1.576 -0.158 0.213 -0.172 0.699
Si 23.508 3.769 0.002 -0.099 0.127 0.726
Si 26.19 6.561 -0.249 -0.17 0.16 0.71
Si 23.115 -6.522 -0.08 0.063 -0.252 0.702
Si 26.288 -4.209 0.154 -0.364 0.185 0.731
Si 29.011 -1.6 -0.024 -0.14 0.226 0.741
Si 31.786 1.257 0.03 -0.234 -0.016 0.642
Si 28.538 4.451 -0.217 0.095 -0.209 0.713
Si 32.051 6.491 -0.126 -0.227 -0.036 0.63
Si 28.415 -6.595 -0.086 0.393 -0.32 0.564
Si 31.128 -3.912 0.012 0.264 -0.101 0.791
Si 33.777 -1.125 -0.088 0.196 -0.087 0.761
Si 36.241 1.957 -0.181 0.159 -0.141 0.798
Si 34.074 4.154 0.288 -0.043 0.005 0.498
Si 36.467 6.901 -0.203 0.282 -0.078 0.609
Si 34.436 -7.116 0.193 0.078 0.029 0.726
Si 36.864 -4.181 -0.136 -0.225 0.221 0.695
Si 39.783 -1.61 -0.159 -0.202 0.197 0.722
Si -23.311 1.62 0.076 0.251 -0.13 0.774
Si 39.801 3.941 -0.081 -0.271 0.276 0.744
Si -22.649 6.667 -0.164 -0.298 0.186 0.693
Si 39.136 -6.41 -0.095 0.199 -0.237 0.757
Si -23.248 -3.84 -0.093 0.136 -0.202 0.711
Si -20.048 -1.647 -0.09 -0.086 0.145 0.673
Si -17.255 1.066 -0.116 -0.28 0.164 0.727
Si -20.372 4.441 -0.16 0.158 -0.374 0.705
Si -17.653 7.048 0.133 0.111 -0.271 0.696
Si -19.896 -7.045 -0.039 -0.248 0.154 0.686
Si -17.82 -3.883 0 0.219 -0.112 0.749
Si -15.015 -1.184 -0.026 0.167 -0.212 0.711
Si -12.462 1.638 0.127 0.19 -0.331 0.717
Si -14.719 3.814 0.404 -0.09 0.128 0.782
Si -12.526 7.009 0.477 -0.034 -0.052 0.7
Si -14.644 -7.148 0.47 -0.016 0.009 0.698
Si -12.084 -4.572 0.355 0 0.241 0.715
Si -9.43 -1.706 0.287 -0.221 0.287 0.732
Si -7.145 1.625 0.132 0.028 -0.229 0.741
Si -9.436 3.74 0.113 -0.116 0.28 0.766
Si -6.785 6.62 0.051 -0.238 0.19 0.717
Si -9.872 -6.724 0.23 0.259 -0.074 0.678
Si -7.122 -3.873 0.108 0.258 -0.398 0.668
Si -4.158 -1.662 0.009 -0.04 0.215 0.612
Si -1.254 1.217 -0.017 -0.276 0.172 0.676
Si -4.68 4.261 -0.079 0.417 -0.105 0.679
Si -1.053 6.441 -0.008 -0.247 0.127 0.768
Si -4.279 -6.943 0.279 0.233 -0.005 0.706
Si -1.858 -3.809 0.112 0.047 -0.035 0.727
Si 2.551 -0.055 1.404 0.011 -0.019 -0.034
Si 5.293 2.831 1.457 0.033 -0.032 -0.04
Si 2.527 5.337 1.635 -0.037 -0.029 -0.058
Si 5.294 8.223 1.89 0.008 0.016 -0.035
Si 2.735 -5.595 1.509 -0.014 0.038 -0.049
Si 5.182 -2.84 1.468 -0.03 -0.033 -0.02
Si 8.145 0.042 1.527 0.022 0.046 -0.03
Si 10.744 3.016 1.303 0.068 0.005 -0.098
Si 7.881 5.655 1.452 0.028 -0.019 -0.084
Si 10.592 -8.093 1.422 -0.009 -0.055 -0.058
Si 8.119 -5.384 1.705 0.043 0.017 -0.046
Si 10.8 -2.696 1.421 -0.019 0.012 -0.084
Si 13.478 0.119 1.36 0.006 0.009 -0.041
Si 16.378 2.774 1.428 -0.022 0.034 -0.029
Si 13.6 5.476 1.512 -0.024 0.031 -0.062
Si 16.294 -8.159 1.249 0.032 -0.006 -0.045
Si 13.467 -5.371 1.56 -0.003 0.016 -0.048
Si 16.304 -2.737 1.098 -0.039 0.02 -0.059
Si 19.067 -0.01 1.084 -0.005 0.012 -0.031
Si 21.959 2.689 1.397 0.021 -0.001 -0.039
Si 19.074 5.425 1.238 -0.011 0.002 -0.024
Si 21.853 -8.159 1.098 -0.017 -0.011 -0.051
Si 19.105 -5.474 1.12 -0.004 0.017 -0.085
Si 21.805 -2.756 1.06 0.011 -0.003 -0.051
Si 24.648 -0.006 1.198 -0.013 -0.004 -0.067
Si 27.393 2.78 1.073 0.012 0.009 -0.063
Si 24.648 5.437 1.161 0.017 0.006 -0.068
Si 27.301 -8.216 1.16 -0.004 -0.042 -0.03
Si 24.59 -5.36 1.293 0.008 -0.007 -0.029
Si 27.434 -2.64 1.382 0.017 0.005 -0.07
Si 30.126 0.049 1.215 0.018 -0.001 -0.076
Si 32.775 2.718 1.522 -0.02 -0.017 -0.016
Si 30.168 5.539 1.085 0.023 0.013 -0.023
Si 32.9 -8.297 1.441 -0.05 -0.017 -0.072
Si 30.05 -5.535 1.266 -0.002 -0.004 -0.047
Si 32.708 -2.707 1.279 0.008 0.022 -0.052
Si 35.391 0.127 1.129 -0.001 0.008 -0.07
Si 38.072 2.83 1.113 0.007 -0.026 -0.052
Si 35.506 5.522 1.446 0.022 0.031 -0.051
Si 38.126 -8.194 1.073 -0.014 0 -0.075
Si 35.517 -5.42 1.337 0.014 0.017 -0.028
Si 38.123 -2.651 1.157 0.016 -0.015 -0.055
Si -24.452 -0.021 1.263 -0.001 -0.014 -0.032
Si -21.565 2.776 1.143 -0.014 0.039 -0.065
Si -24.306 5.546 1.154 0.024 0.006 -0.051
Si -21.59 -8.106 1.234 0.038 -0.01 -0.059
Si -24.441 -5.402 1.206 -0.024 0.011 -0.068
Si -21.67 -2.725 1.242 0.002 -0.003 -0.039
Si -18.914 -0.027 1.196 0.026 -0.02 -0.054
Si -16.321 2.576 1.471 -0.019 -0.03 -0.063
Si -18.895 5.457 1.344 0.01 0.009 -0.045
Si -16.259 -8.238 1.67 -0.023 -0.012 -0.013
Si -18.929 -5.436 1.359 0.012 -0.012 -0.043
Si -16.205 -2.755 1.286 -0.008 0.001 -0.047
Si -13.537 -0.045 1.383 -0.004 0.026 -0.06
Si -10.91 2.657 1.543 -0.003 0.019 -0.045
Si -13.635 5.399 1.707 -0.013 -0.003 -0.027
Si -10.965 -8.151 1.711 0.015 0.011 -0.042
Si -13.539 -5.607 1.791 -0.004 -0.004 -0.051
Si -10.987 -2.861 1.54 -0.016 -0.016 -0.072
Si -8.254 -0.023 1.436 -0.005 0 -0.053
Si -5.628 2.771 1.474 0.003 0.007 -0.061
Si -8.315 5.413 1.368 0.007 -0.013 -0.048
Si -5.584 7.996 1.557 -0.031 -0.016 -0.036
Si -8.207 -5.539 1.4 0.015 -0.01 -0.039
Si -5.543 -2.813 1.483 -0.006 -0.006 -0.011
Si -2.924 0.02 1.203 0.019 -0.031 -0.026
Si -0.079 2.686 1.388 0.002 0.025 -0.052
Si -2.834 5.324 1.144 -0.049 -0.001 -0.022
Si 0.017 8.088 1.299 0.001 0.008 -0.034
Si -2.867 -5.473 1.443 0.006 0.01 -0.036
Si -0.199 -2.716 1.383 -0.012 -0.002 -0.051
Si 1.247 1.335 2.789 0.01 0.013 0.005
Si 3.926 4.011 2.936 0.014 0.009 0.014
Si 1.199 6.79 2.881 0.021 0.032 0.039
Si 3.929 9.576 3.124 -0.009 0.008 0.053
Si 1.244 -4.124 2.678 0.019 0.009 -0.017
Si 3.84 -1.455 2.805 0.019 0.054 0.019
Si 6.737 1.475 2.787 -0.038 -0.014 0.016
Si 9.347 4.254 2.722 -0.019 -0.014 0.005
Si 6.686 6.823 3.063 0.005 0.012 0.061
Si 9.442 -6.787 2.985 -0.008 -0.011 0.059
Si 6.665 -4.003 2.892 -0.017 -0.004 0.038
Si 9.458 -1.361 2.82 0.002 -0.002 0.013
Si 12.093 1.515 2.649 -0.025 0.043 -0.009
Si 14.948 4.062 2.786 0.019 -0.014 0.014
Si 12.11 6.88 2.699 -0.013 0.028 0.047
Si 14.943 -6.808 2.658 0.011 -0.029 0.019
Si 12.147 -3.986 2.875 -0.01 -0.012 0.032
Si 14.955 -1.332 2.58 0.011 -0.03 0.024
Si 17.803 1.352 2.603 0.011 -0.045 0.014
Si 20.485 4.085 2.58 -0.014 0.002 0.007
Si 17.681 6.787 2.618 0.02 0.008 0.016
Si 20.484 -6.811 2.519 -0.02 -0.011 0.028
Si 17.717 -4.075 2.461 -0.016 -0.012 0.002
Si 20.418 -1.414 2.454 0.02 0.027 0.03
Si 23.327 1.313 2.669 0.016 -0.018 0.049
Si 26.025 4.085 2.527 0.005 -0.022 0.037
Si 23.217 6.798 2.47 0.007 0.005 0.017
Si 25.938 -6.836 2.55 0.019 0.014 0.015
Si 23.176 -4.007 2.559 -0.029 0.009 0.014
Si 25.974 -1.316 2.615 -0.01 0.001 0.015
Si 28.692 1.404 2.501 0.001 0.006 0.015
Si 31.319 4.132 2.638 -0.021 0.032 -0.005
Si 28.774 6.842 2.512 -0.033 -0.024 0.019
Si 31.45 -6.85 2.607 0.007 0.009 0.01
Si 28.734 -4.127 2.667 0.011 0.004 0.031
Si 31.399 -1.331 2.661 0.008 -0.003 0.023
Si 34.168 1.344 2.745 0.023 -0.031 0.028
Si 36.9 4.13 2.672 -0.003 -0.038 0.025
Si 34.179 6.777 2.873 0.019 -0.003 0.045
Si 36.885 -6.826 2.622 0.011 -0.035 0.029
Si 34.1 -4.06 2.61 -0.016 0 -0.002
Si 36.791 -1.246 2.495 -0.024 -0.011 0.009
Si -25.87 1.386 2.521 0.006 0.042 0.019
Si -22.974 4.131 2.546 0.022 0.011 0.019
Si -25.729 6.857 2.502 -0.016 -0.01 -0.003
Si -23.046 -6.774 2.551 0.009 0.007 -0.004
Si -25.788 -4.022 2.58 -0.025 -0.025 0.038
Si -23.026 -1.34 2.61 -0.015 -0.003 0.013
Si -20.295 1.359 2.554 -0.023 -0.019 -0.012
Si -17.66 4.023 2.748 0.028 0.035 -0.011
Si -20.299 6.831 2.682 -0.016 -0.001 0.017
Si -17.627 -6.751 2.832 -0.015 0.013 0.027
Si -20.374 -4.106 2.662 0.009 0.016 0.025
Si -17.595 -1.381 2.658 0.024 0.004 0.023
Si -14.918 1.261 2.817 0.014 -0.01 0.032
Si -12.201 4.046 2.939 0.001 -0.009 0.024
Si -15 6.707 3.047 0.012 -0.009 0.032
Si -12.228 -6.878 3.171 -0.008 -0.018 0.048
Si -14.963 -4.082 2.814 -0.036 0.008 0.003
Si -12.274 -1.402 2.827 0.009 0.007 0.002
Si -9.578 1.281 2.875 0.004 -0.005 0.021
Si -6.953 4.117 2.835 -0.012 0.01 0.031
Si -9.563 6.734 2.868 0.01 -0.012 0.016
Si -6.892 -6.863 2.833 0.002 0.016 0.015
Si -9.546 -4.191 2.853 -0.002 -0.018 0.037
Si -6.867 -1.374 2.799 0.018 0.006 0.026
Si -4.199 1.35 2.698 0.002 -0.018 -0.012
Si -1.517 4.038 2.677 -0.006 0.025 0.017
Si -4.102 6.642 2.731 0.039 -0.02 0.022
Si -1.392 -6.85 2.67 -0.014 -0.047 0.009
Si -4.21 -4.164 2.856 0.017 0.005 0.03
Si -1.558 -1.317 2.714 -0.021 0.022 0.017
Si -0.161 -0.012 4.117 0.001 -0.017 -0.005
Si 2.568 2.651 4.231 -0.013 -0.022 0.016
Si -0.197 5.4 4.14 -0.006 -0.008 -0.022
Si 2.548 8.121 4.297 0.02 -0.024 0.006
Si -0.094 -5.476 4.088 0.027 -0.014 0.009
Si 2.515 -2.773 4.173 0.004 -0.031 0.019
Si 5.31 0.006 4.06 0.04 -0.029 -0.055
Si 8.077 2.824 4.138 -0.005 0.015 0.017
Si 5.292 5.4 4.277 -0.004 0.007 0
Si 8.082 -8.13 4.328 0.016 0.004 0.01
Si 5.364 -5.363 4.315 0.009 -0.017 -0.013
Si 8.066 -2.662 4.198 0.009 -0.006 0.009
Si 10.827 0.086 4.065 -0.003 0.009 -0.002
Si 13.536 2.72 4.069 0.005 0 0.015
Si 10.791 5.513 4.093 -0.01 0.017 0.01
Si 13.548 -8.12 4.037 -0.017 -0.004 -0.012
Si 10.833 -5.387 4.227 0.009 0.006 0.014
Si 13.618 -2.623 4.062 -0.011 0.026 -0.002
Si 16.36 0.008 3.927 -0.005 0.01 0.002
Si 19.135 2.728 3.951 -0.01 0.009 0.029
Si 16.336 5.467 4.036 0.009 0.023 0.016
Si 19.095 -8.146 3.909 0.005 -0.004 -0.007
Si 16.359 -5.406 3.909 0.01 0.017 0.009
Si 19.073 -2.735 3.867 0.002 0.003 0.019
Si 21.825 -0.053 3.87 -0.019 0.006 -0.015
Si 24.67 2.742 3.947 -0.003 0.011 -0.009
Si 21.862 5.467 3.886 0.017 0 0.008
Si 24.558 -8.178 3.885 -0.002 -0.007 0.008
Si 21.83 -5.426 3.886 -0.019 -0.002 -0.003
Si 24.571 -2.689 3.923 -0.014 0 0.006
Si 27.343 0.06 3.922 0.008 0.016 0.011
Si 29.992 2.736 3.958 -0.001 -0.014 0.001
Si 27.381 5.46 3.874 0.02 0.002 -0.008
Si 30.057 -8.152 3.966 -0.012 -0.004 0.011
Si 27.298 -5.476 3.938 -0.017 0.004 0.008
Si 30.063 -2.725 4.004 -0.009 0.012 -0.004
Si 32.769 -0.009 4.041 -0.023 -0.006 0.003
Si 35.529 2.748 4.029 -0.003 -0.006 -0.013
Si 32.727 5.399 4.061 0 0.001 -0.022
Si 35.539 -8.109 4.083 0.006 0.019 0.004
Si 32.768 -5.438 3.969 -0.001 -0.007 0.002
Si 35.474 -2.66 3.909 0.027 0.015 -0.009
Si -27.147 0.036 3.954 -0.01 0.004 0.014
Si -24.411 2.744 3.867 0.009 -0.005 -0.032
Si -27.021 5.501 3.974 -0.006 0.037 0
Si -24.396 -8.134 3.93 0.004 0.001 0.01
Si -27.069 -5.431 3.976 0.027 -0.004 -0.011
Si -24.409 -2.696 3.964 -0.012 -0.008 -0.003
Si -21.68 0.031 3.958 0.012 0.001 0.009
Si -19.04 2.679 4.061 0.005 -0.015 0.01
Si -21.686 5.454 4.01 0.013 -0.005 -0.002
Si -19.013 -8.144 4.12 0.001 -0.022 -0.005
Si -21.74 -5.448 4.012 0.003 0 0.007
Si -19.005 -2.726 4.018 0.024 -0.002 -0.014
Si -16.307 -0.068 4.144 -0.014 -0.014 -0.013
Si -13.607 2.656 4.207 -0.027 -0.003 -0.024
Si -16.384 5.325 4.257 -0.011 -0.003 0.007
Si -13.644 -8.247 4.388 0.008 0.001 -0.002
Si -16.308 -5.41 4.205 0.009 -0.014 0.017
Si -13.632 -2.73 4.199 -0.001 -0.012 -0.001
Si -10.926 -0.069 4.223 0.001 0.007 -0.002
Si -8.236 2.693 4.204 -0.006 0.015 -0.011
Si -10.879 5.406 4.287 -0.011 0.005 0.006
Si -8.215 -8.21 4.22 -0.004 0.005 -0.004
Si -10.848 -5.452 4.353 -0.002 0.01 0.001
Si -8.208 -2.763 4.174 -0.011 0.003 -0.027
Si -5.503 -0.009 4.136 -0.024 0.008 0.016
Si -2.829 2.682 4.094 -0.001 0.004 0.008
Si -5.495 5.392 4.173 -0.01 0.011 -0.023
Si -2.775 8.098 4.063 -0.003 0.013 -0.024
Si -5.546 -5.511 4.213 -0.011 0.011 0.012
Si -2.84 -2.724 4.129 0.005 -0.009 -0.012
Si 1.373 -1.41 16.387 -0.011 0.023 -0.004
Si 4.061 1.311 16.374 0.002 -0.028 0.003
Si 1.352 4.086 16.423 0.003 -0.002 0
Si 4.062 6.819 16.336 -0.004 -0.02 -0.012
Si 1.355 -6.845 16.424 -0.001 -0.02 0.008
Si 4.101 -4.121 16.383 -0.02 0.015 0.001
Si 6.837 -1.396 16.272 0.004 -0.007 -0.011
Si 9.578 1.362 16.251 -0.008 0.009 -0.005
Si 6.847 4.045 16.274 0.001 0.009 -0.012
Si 9.554 -9.493 16.28 0.018 -0.021 -0.001
Si 6.846 -6.805 16.387 -0.008 0.008 0.02
Si 9.621 -4.079 16.266 0.005 -0.005 0.002
Si 12.332 -1.354 16.237 0.001 -0.01 0.003
Si 15.053 1.362 16.132 -0.001 -0.001 -0.008
Si 12.306 4.092 16.192 -0.004 -0.002 -0.012
Si 15.024 -9.507 16.098 -0.01 -0.019 -0.003
Si 12.314 -6.778 16.211 0.008 0.021 0.001
Si 15.008 -4.047 16.12 -0.013 -0.01 -0.012
Si 17.774 -1.332 16.084 0.011 -0.008 -0.006
Si 20.528 1.379 16.063 0.001 0.006 -0.01
Si 17.801 4.094 16.08 0.005 -0.004 0.004
Si 20.479 -9.524 15.987 -0.009 0.007 -0.005
Si 17.803 -6.762 16.011 0.003 -0.015 -0.012
Si 20.529 -4.006 16.023 0.002 0.002 -0.019
Si 23.24 -1.302 16.135 0.007 0.012 0.006
Si 25.918 1.344 16.148 -0.005 -0.009 -0.002
Si 23.236 4.046 16.044 0.001 -0.002 -0.017
Si 25.977 -9.524 16.105 -0.017 0.017 -0.014
Si 23.238 -6.74 15.996 -0.011 0.015 -0.022
Si 25.952 -4.032 16.123 0.007 0.017 -0.009
Si 28.592 -1.374 16.183 -0.016 0.005 -0.002
Si 31.305 1.351 16.242 0.011 0.005 0.004
Si 28.63 4.073 16.224 -0.006 0.009 0
Si 31.379 -9.498 16.296 0.018 0.019 0.007
Si 28.667 -6.789 16.183 -0.003 0.024 -0.008
Si 31.323 -4.113 16.259 -0.018 0.002 -0.014
Si 34.009 -1.38 16.286 0.002 -0.023 -0.01
Si 36.728 1.371 16.332 0.012 0.014 0.006
Si 34.037 4.12 16.299 0.016 0.004 -0.002
Si 36.699 -9.551 16.345 0.008 -0.004 0
Si 33.963 -6.837 16.333 -0.024 -0.003 0.015
Si 36.694 -4.12 16.323 -0.017 -0.006 -0.008
Si -25.858 -1.37 16.318 0.008 -0.004 -0.014
Si -23.176 1.312 16.373 -0.012 -0.005 -0.008
Si -25.893 4.038 16.331 -0.008 -0.018 -0.015
Si -23.17 -9.55 16.362 0.004 -0.003 -0.01
Si -25.885 -6.82 16.393 -0.002 -0.001 -0.005
Si -23.18 -4.09 16.393 -0.006 0.002 0
Si -20.496 -1.362 16.418 -0.001 0.013 -0.014
Si -17.763 1.353 16.4 0.003 -0.008 0.004
Si -20.473 4.086 16.376 0.001 0.003 -0.001
Si -17.745 -9.506 16.418 0.006 0.009 -0.004
Si -20.434 -6.787 16.387 0.004 0.007 -0.016
Si -17.762 -4.082 16.453 -0.005 0.007 0.003
Si -15.032 -1.354 16.445 -0.002 -0.01 -0.001
Si -12.301 1.37 16.47 -0.006 0 -0.005
Si -15.042 4.096 16.442 0.017 0.016 0
Si -12.308 -9.506 16.456 0.011 0.007 -0.001
Si -15.027 -6.771 16.436 0.008 0.004 -0.015
Si -12.353 -4.083 16.459 -0.019 0.001 -0.011
Si -9.599 -1.353 16.451 0.006 -0.011 -0.004
Si -6.847 1.364 16.46 0.011 0.004 0
Si -9.574 4.102 16.449 0.003 0 0.001
Si -6.864 6.798 16.459 0.006 0.003 -0.001
Si -9.61 -6.805 16.478 0 0.001 -0.002
Si -6.894 -4.064 16.463 0.007 -0.025 -0.008
Si -4.155 -1.363 16.465 -0.001 -0.003 0.004
Si -1.406 1.39 16.375 -0.013 -0.001 -0.024
Si -4.121 4.067 16.443 -0.003 0.01 -0.014
Si -1.369 6.777 16.45 0.006 0.011 -0.014
Si -4.139 9.497 16.421 -0.002 -0.01 -0.015
Si -1.412 -4.104 16.427 0.001 0.005 -0.01
Si 2.745 -0.096 17.78 0.022 -0.022 0.023
Si 5.476 2.699 17.632 0.019 0.021 0.011
Si 2.728 5.493 17.742 0.006 0.033 0.003
Si 5.427 8.135 17.719 -0.003 0.013 -0.013
Si 2.762 -5.508 17.762 0.025 0.016 0.007
Si 5.495 -2.73 17.681 0.022 0.023 0
Si 8.246 -0.059 17.577 -0.005 -0.029 -0.02
Si 10.969 2.729 17.58 -0.007 -0.01 -0.001
Si 8.21 5.411 17.616 -0.003 0 -0.007
Si 10.945 -8.109 17.602 -0.018 0.001 -0.015
Si 8.3 -5.423 17.674 -0.009 -0.014 -0.024
Si 11.016 -2.743 17.626 0.002 0.003 0.008
Si 13.718 0.034 17.553 0 -0.004 0.002
Si 16.452 2.725 17.422 -0.013 -0.009 0.005
Si 13.656 5.494 17.503 0.002 0.008 0.017
Si 16.482 -8.161 17.332 0.012 0.015 -0.016
Si 13.691 -5.397 17.535 -0.024 0.009 0.026
Si 16.367 -2.662 17.424 -0.01 0.001 -0.008
Si 19.192 0.005 17.398 -0.013 0.007 0.008
Si 21.884 2.727 17.434 0.01 -0.01 0.004
Si 19.196 5.441 17.414 0.019 -0.005 0.009
Si 21.84 -8.114 17.233 0.011 0.006 0.008
Si 19.131 -5.333 17.318 0.002 0.009 0.026
Si 21.899 -2.71 17.438 -0.005 -0.004 -0.017
Si 24.561 0.051 17.565 -0.03 0.001 0.033
Si 27.248 2.679 17.546 0 -0.004 -0.002
Si 24.633 5.36 17.373 -0.007 -0.012 0.008
Si 27.302 -8.151 17.492 0.017 -0.012 0.028
Si 24.53 -5.363 17.395 -0.031 -0.005 -0.015
Si 27.297 -2.754 17.582 -0.001 -0.034 0.034
Si 29.884 0.005 17.564 -0.003 -0.01 -0.017
Si 32.661 2.735 17.58 -0.023 -0.002 -0.003
Si 30.005 5.436 17.58 -0.006 -0.023 0.015
Si 32.662 -8.173 17.818 0.002 -0.004 0.012
Si 29.995 -5.488 17.641 0.007 0.015 -0.01
Si 32.624 -2.731 17.638 0.022 -0.003 0.003
Si 35.384 -0.04 17.645 0.002 0.007 -0.011
Si 38.024 2.749 17.759 0.002 0.015 0.022
Si 35.351 5.448 17.767 -0.002 -0.016 0.023
Si 38.037 -8.222 17.737 -0.005 0.004 0.011
Si 35.301 -5.471 17.676 0.024 0.02 0.01
Si 38.054 -2.733 17.645 0.017 -0.008 -0.025
Si -24.51 -0.079 17.746 0.016 -0.012 0.021
Si -21.855 2.723 17.71 -0.007 -0.011 -0.022
Si -24.53 5.364 17.689 0.016 0.008 -0.027
Si -21.793 -8.179 17.685 0.007 -0.01 -0.024
Si -24.548 -5.435 17.764 0.008 -0.008 0.006
Si -21.85 -2.734 17.792 -0.004 0.017 -0.011
Si -19.166 0.039 17.761 -0.001 -0.013 -0.003
Si -16.402 2.699 17.766 -0.017 -0.007 -0.005
Si -19.105 5.427 17.748 0 0.017 0.01
Si -16.414 -8.099 17.775 0.003 0.007 -0.017
Si -19.132 -5.436 17.833 -0.008 0 -0.001
Si -16.385 -2.721 17.802 0.005 -0.011 0.014
Si -13.687 0.018 17.823 0.019 0.006 -0.009
Si -10.924 2.751 17.807 -0.013 0.002 0.014
Si -13.69 5.475 17.803 -0.003 -0.012 0.023
Si -10.962 -8.165 17.86 -0.017 0.004 0
Si -13.689 -5.445 17.858 -0.005 0.015 0.014
Si -11.018 -2.681 17.783 -0.002 0 -0.019
Si -8.217 -0.002 17.802 -0.006 -0.001 0.001
Si -5.5 2.746 17.823 -0.003 -0.012 0.018
Si -8.238 5.467 17.835 0.006 0.009 -0.003
Si -5.475 8.141 17.8 -0.011 0.018 0.014
Si -8.263 -5.419 17.821 0.006 0.006 0.018
Si -5.554 -2.7 17.842 -0.004 0.027 -0.002
Si -2.78 0.071 17.734 0.005 0.007 -0.001
Si -0.031 2.708 17.751 0 0.002 0.001
Si -2.714 5.385 17.796 0 -0.009 -0.008
Si -0.021 -8.174 17.825 0.001 -0.024 0.013
Si -2.793 -5.468 17.775 0.006 -0.008 -0.025
Si -0.005 -2.753 17.738 -0.028 -0.012 -0.01
Si 1.327 1.304 19.049 -0.008 -0.045 -0.031
Si 4.176 4.127 18.988 0.023 0.006 -0.037
Si 1.38 6.816 19.2 0.001 0.002 -0.039
Si 4.185 -6.793 19.184 0.009 -0.009 0.023
Si 1.299 -4.215 19.071 -0.011 -0.009 0.001
Si 4.113 -1.516 19.152 -0.048 -0.001 -0.022
Si 6.806 1.22 18.892 -0.026 -0.039 -0.032
Si 9.612 4.073 18.955 0.022 0.044 -0.009
Si 6.774 6.679 18.976 -0.055 -0.02 -0.022
Si 9.653 -6.774 19.069 0.045 0.024 -0.002
Si 6.993 -3.982 18.985 0.008 0.026 -0.007
Si 9.689 -1.327 18.957 0.001 -0.017 -0.029
Si 12.384 1.409 18.924 0.004 0.01 -0.01
Si 15.111 4.134 18.731 0.009 -0.017 -0.035
Si 12.281 -9.494 18.929 0.002 -0.033 -0.016
Si 15.178 -6.804 18.678 -0.003 0.009 -0.029
Si 12.374 -4.092 19.035 -0.005 0.017 -0.023
Si 15.096 -1.327 18.891 0 -0.009 -0.013
Si 17.865 1.372 18.739 -0.013 0.019 -0.045
Si 20.566 4.09 18.795 -0.004 0.01 -0.006
Si 17.852 -9.471 18.697 -0.012 0.007 -0.015
Si 20.566 -6.671 18.553 0.008 -0.007 -0.033
Si 17.739 -4.023 18.703 0.005 -0.026 -0.03
Si 20.541 -1.358 18.76 0.014 0.002 -0.016
Si 23.192 1.472 18.926 0.029 -0.001 -0.03
Si 25.886 4.023 18.89 -0.027 -0.026 0.007
Si 23.188 -9.542 18.474 -0.025 0.003 -0.046
Si 25.874 -6.724 18.692 0.015 0.009 -0.027
Si 23.241 -4.035 18.853 0.014 0.017 -0.013
Si 25.908 -1.378 18.884 0.005 0.02 -0.027
Si 28.564 1.351 18.984 -0.011 0.004 0.003
Si 31.328 4.067 18.983 -0.002 0.009 -0.023
Si 28.652 -9.499 18.897 0.017 0.013 -0.03
Si 31.236 -6.812 19.175 0.004 -0.029 0.01
Si 28.642 -4.151 18.999 -0.013 0.029 -0.018
Si 31.161 -1.394 18.92 -0.021 -0.03 -0.011
Si 34.006 1.359 18.904 0.018 0.005 -0.013
Si 36.661 4.106 19.204 0.032 -0.029 -0.019
Si 34.055 -9.527 19.233 -0.006 0.035 0.006
Si 36.609 -6.873 19.048 -0.021 -0.01 -0.031
Si 33.964 -4.077 19.038 0 0.004 -0.037
Si 36.725 -1.412 19.033 -0.027 -0.01 -0.007
Si 39.404 1.323 19.025 0.003 0.019 -0.036
Si -23.221 4.02 19.108 0.004 -0.012 0
Si 39.392 -9.661 19.061 -0.028 -0.006 -0.024
Si -23.145 -6.844 19.037 -0.013 0.012 -0.038
Si 39.343 -4.03 19.095 0.006 0.002 -0.01
Si -23.22 -1.453 19.218 -0.025 -0.008 0.004
Si -20.549 1.412 19.12 0.007 -0.003 -0.014
Si -17.793 4.017 19.108 -0.022 -0.009 -0.015
Si -20.458 -9.51 19.082 -0.01 0.018 -0.041
Si -17.747 -6.768 19.202 0.021 -0.016 0
Si -20.518 -4.073 19.193 0.003 0 -0.01
Si -17.781 -1.315 19.072 0.01 -0.002 -0.04
Si -15.024 1.411 19.174 0.002 0 -0.012
Si -12.301 4.121 19.144 0.017 0.01 -0.029
Si -15.078 -9.451 19.125 0.024 0.002 -0.014
Si -12.331 -6.82 19.236 0.003 -0.012 -0.016
Si -15.054 -4.078 19.226 -0.018 0.011 -0.037
Si -12.333 -1.323 19.201 -0.01 -0.01 -0.014
Si -9.53 1.395 19.148 0.006 0 -0.022
Si -6.861 4.129 19.186 0.001 -0.002 -0.011
Si -9.599 6.799 19.24 0.001 -0.001 -0.003
Si -6.868 9.512 19.128 -0.003 0.002 -0.037
Si -9.696 -4.041 19.131 0.014 -0.015 -0.008
Si -6.917 -1.331 19.244 -0.001 -0.013 -0.011
Si -4.129 1.389 19.172 0.022 -0.018 -0.041
Si -1.355 4.031 19.192 -0.012 0.031 -0.004
Si -4.07 6.758 19.12 0.004 0.003 -0.025
Si -1.456 -6.823 19.157 -0.002 -0.001 -0.033
Si -4.18 -4.12 19.112 -0.03 -0.027 -0.022
Si -1.352 -1.278 18.992 0.018 0.039 -0.043
Si 0.018 -0.027 20.486 -0.01 0.008 0.021
Si 2.762 2.721 20.185 0.017 -0.008 0.053
Si 0.018 5.369 20.562 0.025 0.028 0.047
Si 2.737 8.239 20.601 0.018 -0.019 0.05
Si -0.124 -5.461 20.519 0.027 0.028 0.04
Si 2.731 -3.012 20.448 0.044 0.017 0.007
Si 5.508 -0.09 20.426 0.02 -0.012 0.021
Si 8.235 2.574 20.126 -0.009 0.023 0.037
Si 5.539 5.36 20.52 0.031 -0.022 0.07
Si 8.185 8.046 20.174 -0.031 -0.001 0.047
Si 5.784 -5.397 20.351 0.002 -0.042 0.019
Si 8.349 -2.636 20.388 -0.012 -0.001 0.047
Si 11.098 0.021 20.314 -0.029 -0.016 0.066
Si 13.774 2.839 20.163 0.005 0.019 0.056
Si 10.93 5.442 20.386 -0.007 0.03 0.068
Si 13.864 -8.133 20.036 -0.01 -0.039 0.034
Si 11.037 -5.451 20.538 0.036 -0.007 0.036
Si 13.82 -2.681 20.337 -0.012 -0.014 0.054
Si 16.555 0.023 20.144 0.02 -0.012 0.072
Si 19.232 2.696 20.125 0.006 -0.018 0.063
Si 16.547 5.461 20.034 -0.005 0.006 0.034
Si 19.233 -8.001 19.863 -0.021 0.018 0.058
Si 16.502 -5.473 20.069 0.025 -0.009 0.058
Si 19.094 -2.68 20.039 -0.007 0.01 0.043
Si 21.868 -0.022 20.172 0.024 -0.015 0.041
Si 24.474 2.86 20.42 -0.021 0.011 0.053
Si 21.963 5.546 19.994 0.028 -0.034 0.086
Si 24.499 -8.212 19.788 0.009 -0.027 0.036
Si 21.859 -5.451 20.085 0.011 0.015 0.059
Si 24.595 -2.733 20.295 -0.012 -0.021 0.058
Si 27.192 -0.031 20.318 -0.016 -0.012 0.066
Si 29.918 2.737 20.332 0 0.017 0.05
Si 27.302 5.394 20.149 0.039 -0.04 0.024
Si 29.85 -8.239 20.522 0.01 0.005 0.062
Si 27.171 -5.539 20.226 0.037 0.019 0.041
Si 29.928 -2.75 20.44 0.002 -0.021 0.038
Si 32.513 0.058 20.112 -0.017 0.022 0.027
Si 35.278 2.602 20.436 0.027 0.002 0.031
Si 32.658 5.349 20.477 -0.004 -0.007 0.049
Si 35.421 -8.155 20.673 0.015 0.004 0.055
Si 32.63 -5.404 20.485 0.012 0.028 0.056
Si 35.342 -2.713 20.406 -0.005 -0.024 0.054
Si 38.085 -0.061 20.373 0.028 0.005 0.046
Si 40.719 2.627 20.468 -0.005 -0.029 0.095
Si 38.082 5.451 20.626 -0.01 -0.01 0.033
Si 40.773 -8.279 20.309 0.017 0.001 0.028
Si 37.916 -5.433 20.313 -0.026 0.019 0.04
Si 40.659 -2.809 20.652 0.013 0.018 0.031
Si -21.887 0.038 20.486 -0.021 -0.007 0.037
Si -19.234 2.772 20.535 -0.004 0.033 0.035
Si -21.855 5.423 20.384 0.017 0.009 0.068
Si -19.086 -8.182 20.503 0.005 -0.023 0.045
Si -21.882 -5.493 20.51 0.016 0.012 0.076
Si -19.127 -2.653 20.465 -0.002 0.015 0.068
Si -16.461 0.075 20.448 -0.015 -0.007 0.048
Si -13.663 2.799 20.529 0.014 -0.001 0.05
Si -16.431 5.428 20.373 0.015 -0.009 0.038
Si -13.742 -8.167 20.595 0 0.008 0.054
Si -16.462 -5.406 20.647 0.015 0.031 0.07
Si -13.673 -2.69 20.581 0.004 0.003 0.03
Si -10.977 0.127 20.481 -0.03 0.006 0.051
Si -8.196 2.75 20.557 0.005 -0.002 0.027
Si -10.976 5.437 20.597 -0.003 -0.007 0.05
Si -8.199 8.167 20.549 0.024 0.021 0.035
Si -10.968 -5.412 20.569 -0.006 0.006 0.019
Si -8.422 -2.658 20.523 -0.007 0.046 0.041
Si -5.533 0.077 20.569 -0.007 0.019 0.031
Si -2.709 2.683 20.581 -0.016 0.003 0.061
Si -5.416 5.452 20.508 -0.006 -0.02 0.038
Si -2.753 -8.237 20.537 0.033 0.003 0.048
Si -5.543 -5.447 20.522 -0.005 0.003 0.052
Si -2.791 -2.623 20.222 0 0.017 0.052
Si 1.204 -1.701 21.654 0.151 0.127 -0.725
Si 4.216 1.543 21.526 -0.016 -0.283 -0.657
Si 1.722 4.157 21.682 -0.396 -0.145 -0.661
Si 3.872 6.529 21.782 0.265 0.295 -0.727
Si 0.995 -7.011 21.908 0.237 0.167 -0.691
Si 4.289 -4.309 21.751 -0.181 -0.14 -0.63
Si 7.262 -1.023 21.742 -0.264 -0.221 -0.72
Si 9.48 1.186 21.533 0.126 0.09 -0.728
Si 6.644 3.475 21.547 0.032 0.391 -0.697
Si 9.325 6.679 21.646 0.203 -0.198 -0.754
Si 7.165 -6.831 21.67 -0.058 0.08 -0.665
Si 9.936 -3.692 21.781 -0.122 -0.341 -0.7
Si 12.264 -1.519 21.686 0.232 0.147 -0.719
Si 15.473 1.722 21.293 -0.111 -0.069 -0.782
Si 12.733 4.461 21.531 -0.167 -0.226 -0.734
Si 15.033 -9.692 21.339 0.17 0.182 -0.735
Si 12.921 -6.599 21.484 -0.367 -0.017 -0.653
Si 15.069 -4.324 21.483 0.071 0.259 -0.671
Si 18.1 -1.134 21.52 -0.205 -0.089 -0.744
Si 20.307 1.097 21.476 0.075 0.103 -0.698
Si 17.695 3.917 21.363 0.171 0.173 -0.745
Si 20.782 -9.137 21.109 0.001 -0.057 -0.747
Si 18.137 -6.579 21.335 -0.19 -0.106 -0.758
Si 20.198 -4.294 21.268 0.15 -0.004 -0.687
Si 23.424 -1.121 21.548 -0.127 -0.196 -0.766
Si 25.59 1.139 21.593 0.15 0.165 -0.815
Si 23.489 4.768 21.607 -0.035 -0.308 -0.678
Si 25.802 -9.523 21.173 -0.008 -0.063 -0.493
Si 23.038 -7.149 21.202 -0.036 0.206 -0.66
Si 26.174 -3.928 21.615 -0.251 -0.106 -0.741
Si 28.303 -1.611 21.703 0.164 0.202 -0.774
Si 31.452 1.521 21.609 -0.212 -0.098 -0.723
Si 28.799 4.343 21.634 -0.065 -0.131 -0.745
Si 31.082 -9.848 21.8 0.078 0.223 -0.728
Si 27.93 -7.298 21.61 0.21 0 -0.72
Si 31.634 -3.711 21.816 -0.343 -0.29 -0.683
Si 33.717 -1.367 21.428 0.303 0.002 -0.704
Si 36.849 1.375 21.706 -0.27 -0.175 -0.705
Si 33.721 3.69 21.81 0.178 0.231 -0.67
Si 37.243 -9.086 22 -0.204 -0.116 -0.703
Si 34.158 -6.531 21.872 -0.046 -0.196 -0.728
Si 36.399 -4.344 21.758 0.079 0.087 -0.73
Si 39.553 -1.078 21.895 -0.035 -0.27 -0.641
Si 41.842 1.116 21.906 0.151 0.146 -0.759
Si 39.075 3.634 21.793 0.196 0.319 -0.759
Si 42.343 -9.335 21.714 -0.358 -0.242 -0.648
Si 39.357 -6.858 21.423 -0.069 0.001 -0.496
Si 41.609 -4.68 21.816 0.163 0.238 -0.71
Si -20.212 -1.004 21.71 -0.117 -0.135 -0.739
Si -18.019 1.238 21.789 0.228 0.161 -0.695
Si -20.411 4.365 21.869 -0.04 -0.249 -0.629
Si -18.02 -9.876 21.736 0.009 0.134 -0.628
Si -20.679 -7.052 21.785 0.297 0.335 -0.634
Si -17.575 -3.689 21.87 -0.104 -0.278 -0.701
Si -15.321 -1.49 21.739 0.157 0.092 -0.737
Si -12.099 1.669 21.868 -0.171 -0.1 -0.694
Si -14.827 4.431 21.744 -0.022 -0.153 -0.731
Si -12.572 6.59 21.908 0.19 0.148 -0.697
Si -14.856 -6.57 21.94 -0.359 -0.263 -0.696
Si -12.581 -4.32 21.914 0.328 0.333 -0.681
Si -9.761 -1.211 21.921 0.222 -0.129 -0.731
Si -6.531 1.775 21.921 -0.213 -0.306 -0.753
Si -9.817 3.82 21.876 0.081 0.214 -0.71
Si -6.582 7.003 21.815 -0.192 -0.091 -0.722
Si -9.356 9.761 21.844 -0.11 -0.152 -0.681
Si -7.241 -4.28 21.698 0.097 0.007 -0.744
Si -3.928 -1.195 21.685 -0.253 -0.087 -0.757
Si -1.65 0.986 21.864 0.258 0.201 -0.728
Si -4.224 3.945 21.882 0.208 0.169 -0.726
Si -1.137 6.944 21.888 -0.217 -0.148 -0.755
Si -4.394 -7.093 21.779 0.053 0.124 -0.74
Si -1.239 -3.646 21.577 0.002 -0.306 -0.705
Si 7.677 -1.442 -4.452 0.123 0.193 0.054
Si 2.15 3.923 24.57 0.1 -0.037 -0.094
Si 5.145 -6.372 23.77 -0.108 0.031 -0.185
Si 5.389 2.615 -6.608 0.045 0.069 0.032
Si 0.773 -5.631 24.692 0.065 -0.052 -0.079
Si 10.48 1.599 24.364 -0.012 0.012 -0.165
Si 7.755 3.188 -1.638 -0.077 -0.016 0.025
Si 8.144 1.727 -7.076 0.012 -0.033 -0.055
Si 12.313 -7.31 24.282 0.042 -0.088 0.032
Si 9.079 5.607 -7.073 -0.023 0 -0.01
Si 9.473 -7.381 23.523 -0.06 0.024 -0.194
Si 9.191 -3.645 24.836 -0.065 0.096 -0.207
Si 8.732 -7.725 -7.084 -0.011 0.06 -0.044
Si 12.911 7.917 -6.801 0.128 0.003 -0.094
Si 11.927 5.246 -6.356 0.014 -0.044 -0.066
Si 18.71 -4.053 -5.767 -0.004 -0.028 0.018
Si 13.492 -5.769 -6.759 0.136 -0.101 -0.09
Si 18.147 -6.887 -5.518 -0.012 -0.107 -0.064
Si 20.75 1.994 24.366 -0.055 -0.009 -0.072
Si -31.877 4.151 -5.997 -0.003 -0.081 -0.021
Si 15.715 -7.513 -7.061 -0.045 -0.104 0.084
Si 19.127 5.737 23.408 -0.009 -0.011 -0.041
Si 15.081 1.583 24.207 0.035 0.014 -0.056
Si 16.4 -2.626 23.676 0.066 -0.06 -0.09
Si 20.051 -0.207 26.159 -0.003 0.03 -0.04
Si 22.872 4.005 -2.972 0.089 -0.084 0.026
Si 21.839 4.689 24.398 0.056 0.07 -0.189
Si 20.437 -4.639 -3.286 0.02 0.01 0.055
Si 28.159 -6.302 -3.107 -0.176 0.045 0.134
Si 30.894 0.356 -6.77 0.049 0.073 -0.006
Si -30.892 6.861 -4.637 -0.019 -0.033 0.109
Si 29.631 0.239 23.853 -0.023 0.021 -0.159
Si -32.606 8.038 24.099 -0.032 -0.02 -0.197
Si 30.153 2.68 -2.107 -0.002 0.055 -0.012
Si 28.02 -6.659 24.609 -0.075 -0.004 0.02
Si -29.455 3.177 -4.739 0.008 0.12 0.047
Si -30.445 -3.14 -2.331 0.046 -0.056 0.219
Si -30.529 3.237 24.584 0.072 0.059 -0.036
Si -31.612 -1.259 25.913 -0.092 -0.069 -0.027
Si -30.33 0.325 23.796 0.145 0.029 -0.116
Si -26.792 -4.01 -4.586 -0.044 -0.056 -0.173
Si -17.231 7.026 24.606 0.021 0.029 -0.024
Si -21.926 2.532 -6.494 0.07 0.119 0.038
Si -23.291 -1.656 26.203 0.002 -0.013 -0.024
Si -22.813 4.218 -3.94 -0.161 0.073 0.023
Si -25.486 7.803 -7.072 -0.1 0.048 -0.032
Si -22.373 7.211 -3.172 -0.07 0.029 0.129
Si -24.192 -4.158 24.544 0.052 0.097 -0.106
Si -21.01 -6.823 24.762 0.095 -0.091 -0.096
Si -12.71 -6.729 -4.349 -0.026 -0.017 -0.051
Si -16.294 2.709 23.934 0.01 -0.03 -0.12
Si -13.361 -4.499 -2.463 -0.049 -0.116 0.094
Si -25.221 3.307 24.746 -0.002 -0.019 -0.005
Si -15.157 -2.6 -5.391 0.051 -0.031 0.017
Si -16.797 1.302 -5.874 -0.109 -0.064 0.097
Si -16.258 4.679 26.183 0.008 0.059 0.027
Si -7.809 0.124 24.077 -0.053 -0.026 -0.036
Si -9.246 -4.278 25.864 0.027 0.033 0.058
Si -9.292 -0.893 -2.53 0.063 0.058 0.133
Si -11.239 -2.841 24.098 -0.067 0.02 0.022
Si -15.903 -6.624 24.891 -0.025 -0.009 -0.147
Si -1.62 3.934 -6.952 -0.147 0.03 0.035
Si -4.25 6.871 -6.695 -0.033 0.03 -0.043
Si -3.921 -6.044 24.616 -0.079 -0.01 -0.162
Si -5.861 -2.331 23.813 -0.028 0.101 -0.267
Si -3.894 2.066 -6.631 0.024 -0.025 -0.188
Si -0.763 -1.704 26.117 0.008 -0.021 0.085
Si 2.549 1.398 26.263 0.045 0.033 -0.004
Si -2.632 5.423 24.244 -0.048 -0.057 -0.157
Si 6.216 -4.119 25.515 0.059 -0.111 -0.017
Si -1.913 -3.914 24.439 0.115 -0.016 -0.041
Si -1.606 -0.65 -4.192 0.048 -0.066 0.024
Si -0.428 4.708 -4.246 -0.008 -0.108 -0.033
Si 2.911 -0.139 23.73 -0.03 0.023 -0.141
Si -2.474 -8.105 -2.054 0.014 -0.007 0.078
Si 3.98 7.443 24.816 0.048 -0.055 -0.03
Si 4.179 7.974 -3.493 -0.057 -0.014 0.033
Si 7.788 4.854 23.71 0.019 0.035 -0.036
Si 6.899 -7.931 -4.744 -0.013 0.021 0.044
Si 9.875 -3.325 -4.29 -0.042 0.071 -0.005
Si 5.055 4.845 25.322 -0.109 -0.104 0.024
Si 7.476 5.47 -4.658 -0.042 0.149 0.009
Si 10.214 -0.891 25.831 -0.051 -0.014 0.049
Si 5.329 -2.046 23.681 0.053 0.01 -0.094
Si 10.971 1.435 -2.672 -0.138 0.115 0.047
Si 16.521 3.189 -5.477 0.106 0.029 -0.013
Si 12.837 3.491 24.447 0.047 -0.047 -0.171
Si 16.962 7.798 23.547 0.108 -0.108 -0.17
Si 14.214 -5.061 -2.841 -0.033 -0.088 0.134
Si 21.567 6.516 -2.77 -0.004 0.062 0.059
Si 10.749 -1.287 -2.391 -0.01 0.021 0.008
Si 18 1.788 25.47 0.048 -0.031 -0.034
Si 14.161 4.446 -4.556 -0.071 0.043 0.075
Si 21.075 -3.1 26.159 -0.084 0.107 0.04
Si 16.429 -2.273 -6.662 0.006 0.021 -0.075
Si 15.378 0.214 -5.314 -0.053 -0.117 0.157
Si 21.852 -2.456 -4.555 0.027 -0.091 0.094
Si 28.957 0.005 -2.604 0.117 -0.118 -0.018
Si 24.084 6.257 25.841 0.048 0.094 0.036
Si 27.416 2.478 23.771 0.038 -0.003 -0.157
Si 22.132 -3.214 23.293 -0.007 0.154 -0.144
Si 26.176 4.034 26.225 -0.051 0.045 0.062
Si 30.277 -7.719 26.111 0.028 -0.002 -0.02
Si -25.386 1.177 -4.218 -0.043 0.006 0.08
Si 25.009 -7.223 25.54 -0.053 -0.08 0.018
Si 32.022 8.075 -2.918 0.082 0.039 0.08
Si 24.273 -5.435 23.34 0.034 0.041 0.043
Si 26.248 0.612 -3.169 -0.026 0.13 0.106
Si -17.651 -7.035 -4.191 0.005 -0.027 0.001
Si -25.671 5.065 -3.054 0.131 -0.155 0.009
Si -30.452 8.136 26.146 -0.052 -0.014 -0.181
Si -28.067 6.799 25.064 -0.008 -0.003 -0.1
Si -31.198 -4.6 -7.058 0.016 0.077 0.059
Si -31.439 -2.438 -4.957 -0.052 -0.02 0.026
Si -22.63 1.614 -2.808 -0.046 0 0.213
Si -25.013 7.607 -4.257 0.102 -0.123 0
Si -22.832 -4.713 -3.043 0.081 -0.049 0.132
Si -25.795 -5.394 -7.004 -0.108 0.102 0.01
Si -20.512 -6.735 -3.085 0.029 -0.026 0.129
Si -26.978 -2.925 23.904 -0.06 0.115 -0.028
Si -20.805 -1.356 24.668 0.067 0.033 -0.043
Si -13.714 4.953 -3.569 0.087 0.084 0.081
Si -18.531 6.389 -5.154 0.062 0.036 -0.058
Si -17.464 -1.368 -6.624 -0.111 0.038 0.028
Si -21.848 -2.489 -4.894 -0.103 0.014 -0.072
Si -18.758 4.257 -2.973 -0.007 0.064 0.1
Si -14.408 3.342 -5.908 0.132 0.06 -0.012
Si -11.356 5.193 -1.822 -0.064 -0.123 0.046
Si -20.395 -4.213 26.041 0.029 0.034 -0.06
Si -10.634 7.871 24.033 -0.019 0.043 -0.168
Si -13.012 -1.306 26.261 0.017 -0.051 -0.003
Si -8.383 5.618 23.994 0.007 0.04 -0.127
Si -3.114 6.12 -4.047 -0.029 0.042 0.001
Si -6.159 -4.556 25.637 -0.029 0.009 -0.091
Si -3.338 -6.788 -6.204 0.026 0.073 0.043
Si -4.108 -4.803 -3.9 -0.034 -0.052 -0.055
Si 1.52 -3.164 -6.852 0.058 -0.053 -0.014
Si -6.504 2.957 -5.483 0.124 -0.003 0.021
Si -4.424 -0.36 -4.642 -0.054 0.028 -0.023
Si -1.462 1.036 24.929 -0.242 -0.028 -0.095
Si -0.268 -7.191 -6.428 -0.054 0.127 -0.064
Si 3.094 -1.846 -4.815 -0.064 0.232 -0.007
Si -5.824 -2.807 -5.188 -0.003 -0.027 -0.145
Si -4.471 3.595 -3.129 -0.102 0.002 0.097
Si 1.464 6.388 25.936 -0.061 0.131 -0.058
Si 3.125 2.897 -2.075 -0.154 -0.028 0.152
Si 4.702 5.134 -3.357 -0.064 0.063 0.106
Si 7.205 1.734 -4.439 -0.061 -0.056 0.065
Si -1.425 -5.185 -2.575 -0.095 -0.125 0.102
Si 0.923 -1.292 -2.912 0.022 0.045 0.078
Si 2.298 0.951 -4.309 0.058 -0.161 0.089
Si 8.171 -2.373 -1.574 0.149 -0.074 0.038
Si 2.929 -5.87 -2.262 -0.157 0.083 0.181
Si 12.705 -0.784 -6.259 0.006 0.071 -0.133
Si 5.604 -3.341 -5.038 -0.014 0.021 -0.014
Si 7.664 -5.154 -4.277 0.045 -0.017 0.012
Si 13.566 2.694 -2.094 -0.045 0.11 0.144
Si 17.96 2.898 -2.846 -0.017 -0.08 0.059
Si 10.708 6.623 -1.906 0.09 0.018 0.091
Si 14.72 7.064 -2.861 0.11 -0.082 0.128
Si 9.566 -5.083 -6.419 -0.039 0.034 0.073
Si 9.892 4.186 -3.149 0.17 -0.035 0.118
Si 13.8 -3.284 -5.237 0.166 0.064 0.062
Si 20.711 2.017 -2.752 0.014 0.075 0.009
Si 12.535 -7.359 -2.423 -0.08 0.044 0.104
Si 24.298 8.036 -2.283 0.063 -0.029 0.044
Si 16.628 -6.975 -2.905 -0.07 0.01 0.123
Si 20.878 -7.394 -4.487 0.029 0.085 -0.074
Si 24.282 -1.856 -3.004 0.051 -0.102 0.191
Si 17.198 -0.1 -3.065 -0.02 -0.066 0.102
Si 13.823 -0.971 24.354 -0.051 -0.039 -0.079
Si 25.592 3.413 -4.443 0.068 0.022 -0.008
Si 23.88 -7.738 -5.264 -0.043 -0.05 0.018
Si 26.287 -3.95 -2.868 0.02 -0.238 -0.02
Si 19.894 -0.269 -4.36 -0.015 0.09 0.019
Si 28.041 4.948 -5.132 -0.098 -0.041 0.037
Si -27.997 3.953 26.042 0.078 -0.084 -0.113
Si 29.383 7.714 -4.651 -0.058 0.127 -0.046
Si 29.415 -4.396 -7.039 0.06 -0.063 -0.088
Si 28.873 -3.717 -4.204 -0.099 -0.034 0.038
Si 31.979 -3.734 24.872 -0.003 0.054 -0.164
Si 30.548 3.082 -5.216 0.009 -0.014 0.131
Si -24.828 1.356 -7.038 -0.09 0.078 -0.157
Si -28.642 5.493 -3.127 0.056 0.077 0.215
Si -32.478 -5.485 -2.016 0.037 0.005 0.005
Si -26.463 -1.233 -3.161 -0.017 -0.012 0.111
Si -28.031 1.119 -3.105 0.024 0.019 0.07
Si -25.684 -6.137 -3.053 -0.002 0.085 0.236
Si -18.1 1.421 -3.133 0.044 0.093 0.185
Si -28.063 -4.25 26.248 0.065 -0.035 0.021
Si 30.949 -1.47 -4.336 0.025 0.133 -0.033
Si -22.721 7.108 24.674 0.121 0.043 -0.157
Si -15.276 -5.782 -5.693 -0.026 0.026 0.018
Si -22.279 3.071 24.164 -0.082 0.014 -0.234
Si -20.469 -0.502 -2.986 -0.043 -0.008 0.265
Si -19.978 6.976 25.862 -0.058 0.04 0.016
Si -14.102 0.439 23.945 0.024 0.037 -0.204
Si -19.47 0.72 -6.779 0.067 -0.072 -0.045
Si -11.653 0.754 -2.847 -0.035 0.003 0.127
Si -16.099 5.41 -1.973 -0.035 0.17 0.092
Si -10.634 -6.535 -6.697 0.074 -0.086 0.05
Si -11.583 6.749 -4.24 -0.004 -0.039 -0.045
Si -16.12 -5.615 -1.919 0.025 0.042 0.025
Si -13.675 -1.723 -2.903 -0.011 0.136 0.135
Si -11.927 1.588 -5.661 -0.076 -0.007 -0.065
Si -9.074 7.792 -5.156 -0.067 0.036 0.1
Si 0.993 -5.268 -4.529 0.06 -0.094 -0.042
Si -8.895 1.073 -6.31 -0.026 0.037 -0.027
Si -17.746 -4.102 24.841 -0.007 0.004 -0.086
Si -7.192 5.752 -6.605 -0.066 0.04 -0.057
Si -1.649 2.234 -3.032 -0.036 0.02 0.23
Si 2.287 6.086 -4.681 -0.056 0.066 0.085
Si -8.251 -7.92 -2.102 0.003 -0.091 0.072
Si -6.116 -5.669 -1.838 0.004 0.084 -0.028
Si -8.812 -1.926 -5.129 -0.013 0.036 -0.08
Si -6.164 -0.249 -2.062 0.001 -0.05 0.121
Si 1.187 -1.379 5.507 -0.015 -0.001 0.011
Si 3.974 1.304 5.522 0.012 0.003 -0.005
Si 1.201 4.062 5.515 0.011 0.023 0.019
Si 3.946 6.778 5.607 0.013 0.018 0.035
Si 1.204 9.53 5.571 -0.003 0 -0.001
Si 3.938 -4.03 5.584 0.011 0.012 -0.001
Si 6.686 -1.288 5.492 -0.02 0.006 0.014
Si 9.455 1.421 5.443 -0.006 -0.012 0.001
Si 6.71 4.076 5.573 0.003 0.002 0.012
Si 9.488 6.812 5.561 0 -0.008 0.013
Si 6.709 -6.762 5.625 -0.011 0.005 0.037
Si 9.437 -4.037 5.531 -0.035 -0.018 0.013
Si 12.233 -1.27 5.404 0.011 0.002 -0.001
Si 14.975 1.35 5.329 0.005 -0.027 -0.004
Si 12.181 4.115 5.404 -0.008 -0.004 0
Si 14.94 6.824 5.362 0 0.003 0.002
Si 12.247 -6.768 5.47 -0.01 -0.011 0.002
Si 14.999 -4.054 5.322 0.004 -0.019 0
Si 17.728 -1.366 5.261 0.004 -0.004 0.013
Si 20.503 1.345 5.258 0.013 -0.016 0.01
Si 17.742 4.082 5.311 -0.009 -0.016 0.014
Si 20.482 6.819 5.254 -0.009 -0.004 0.006
Si 17.727 -6.772 5.27 -0.007 -0.01 -0.002
Si 20.449 -4.081 5.244 0.006 0.007 0.004
Si 23.191 -1.359 5.275 0.003 0.015 0.007
Si 25.995 1.388 5.317 0.003 0.01 0.015
Si 23.238 4.101 5.244 -0.004 -0.005 0
Si 25.963 6.798 5.228 0.01 0.002 -0.007
Si 23.204 -6.794 5.238 -0.005 0.007 0.002
Si 25.93 -4.083 5.26 -0.005 -0.016 0.019
Si 28.673 -1.339 5.293 -0.019 0.004 0.012
Si 31.38 1.382 5.322 0.005 0.007 0.007
Si 28.662 4.102 5.314 -0.018 0 0.01
Si 31.389 6.811 5.36 -0.014 0.009 0.011
Si 28.674 -6.804 5.307 0.013 0.024 0.015
Si 31.422 -4.082 5.348 -0.001 -0.007 0.004
Si 34.132 -1.371 5.363 0.001 -0.003 0.002
Si -28.445 1.369 5.387 0.008 0.011 0.013
Si 34.115 4.056 5.384 -0.007 -0.012 0.01
Si -28.396 6.812 5.383 0.001 -0.009 0.015
Si 34.126 -6.76 5.373 -0.005 0.004 0.001
Si -28.464 -4.05 5.294 -0.018 -0.005 -0.003
Si -25.777 -1.335 5.315 0.007 0.005 0.008
Si -23.081 1.382 5.3 -0.006 0.011 -0.004
Si -25.711 4.092 5.324 0.004 -0.007 -0.001
Si -23.072 6.814 5.346 -0.003 0.007 0.003
Si -25.726 -6.785 5.347 0.002 -0.001 0.012
Si -23.087 -4.069 5.364 -0.017 -0.004 0.004
Si -20.366 -1.347 5.37 -0.003 -0.001 0.003
Si -17.682 1.331 5.455 0.02 0.016 0.003
Si -20.387 4.068 5.412 0.003 0.011 0.001
Si -17.719 6.782 5.525 0.003 0.011 0.004
Si -20.409 -6.794 5.435 0.004 0.016 0.004
Si -17.709 -4.057 5.493 0.001 0.029 -0.006
Si -14.988 -1.391 5.562 -0.005 0 0
Si -12.27 1.307 5.582 0.007 0.007 -0.007
Si -14.979 4 5.578 0.029 0.002 0.012
Si -12.249 6.728 5.67 -0.013 -0.01 0.012
Si -15.002 -6.794 5.609 0.001 0.006 0.005
Si -12.271 -4.071 5.596 -0.002 0.008 0.006
Si -9.557 -1.417 5.565 -0.004 -0.006 0.018
Si -6.849 1.337 5.533 -0.009 -0.008 0.006
Si -9.546 4.033 5.619 0.017 -0.001 0.009
Si -6.819 6.774 5.554 -0.008 -0.014 -0.002
Si -9.522 -6.86 5.646 0.003 -0.006 0.008
Si -6.864 -4.111 5.565 -0.011 -0.013 -0.009
Si -4.168 -1.374 5.521 0.012 0.002 -0.008
Si -1.477 1.352 5.501 0.005 -0.004 -0.004
Si -4.164 4.016 5.521 0.004 0.001 0.002
Si -1.487 6.775 5.528 -0.003 0 -0.006
Si -4.128 -6.87 5.493 0.007 -0.006 -0.011
Si -1.454 -4.1 5.464 0.009 0.022 -0.002
Si 2.6 -0.042 6.87 0.003 -0.019 -0.02
Si 5.343 2.681 6.881 0.019 -0.001 -0.01
Si 2.576 5.4 6.909 0.007 -0.001 -0.011
Si 5.333 -8.158 6.921 0.015 -0.013 0.002
Si 2.602 -5.44 6.914 0.014 -0.014 -0.009
Si 5.34 -2.659 6.88 -0.006 0.002 -0.005
Si 8.089 0.058 6.817 -0.003 0.011 -0.002
Si 10.842 2.757 6.791 0.012 -0.005 -0.008
Si 8.1 5.446 6.887 -0.006 0.009 -0.002
Si 10.88 -8.128 6.839 0.003 0.003 -0.003
Si 8.102 -5.396 6.913 0.011 -0.007 -0.003
Si 10.863 -2.649 6.776 0.002 0.012 -0.014
Si 13.622 0.042 6.748 0.006 0.005 0.006
Si 16.352 2.731 6.657 0.001 0.008 0.003
Si 13.585 5.465 6.731 0.002 0.01 0.003
Si 16.348 -8.118 6.655 -0.009 0.01 -0.004
Si 13.644 -5.389 6.738 -0.002 -0.004 0
Si 16.374 -2.701 6.663 -0.001 0.012 0
Si 19.104 0.004 6.608 -0.005 -0.006 -0.005
Si 21.868 2.729 6.597 0.006 -0.006 0.001
Si 19.12 5.459 6.629 0.003 0.006 -0.002
Si 21.844 -8.142 6.614 -0.001 0 -0.002
Si 19.097 -5.425 6.63 0.005 0.01 -0.001
Si 21.826 -2.729 6.613 -0.01 -0.009 -0.005
Si 24.578 0.013 6.613 -0.008 0.011 -0.003
Si 27.324 2.745 6.687 -0.001 -0.009 0.007
Si 24.598 5.456 6.611 0.006 -0.012 -0.008
Si 27.302 -8.172 6.634 -0.002 0 -0.002
Si 24.568 -5.444 6.612 -0.005 0.002 0
Si 27.296 -2.714 6.622 -0.007 0.003 0.001
Si 30.029 0.009 6.674 0.003 0.003 -0.006
Si 32.743 2.704 6.72 0.005 -0.003 -0.001
Si 30.025 5.443 6.691 0.003 -0.014 -0.001
Si 32.757 -8.143 6.704 0.006 0.003 -0.006
Si 30.033 -5.441 6.672 -0.014 0.006 0.006
Si 32.773 -2.729 6.718 0.009 -0.007 0.001
Si -29.817 0.003 6.731 -0.003 0.005 -0.001
Si -27.083 2.743 6.715 -0.005 -0.013 -0.001
Si -29.8 5.449 6.712 -0.003 0.008 -0.012
Si -27.074 -8.137 6.743 0.009 -0.002 -0.003
Si -29.806 -5.388 6.713 -0.011 0.004 0
Si -27.122 -2.706 6.694 0.012 -0.006 -0.006
Si -24.426 0.019 6.697 -0.002 0.003 -0.001
Si -21.761 2.712 6.751 -0.001 0.011 -0.005
Si -24.405 5.448 6.734 0.01 0.001 -0.006
Si -21.76 -8.164 6.781 -0.005 -0.008 0.001
Si -24.417 -5.431 6.751 0.003 -0.009 0.003
Si -21.734 -2.709 6.738 0.001 -0.004 -0.006
Si -19.048 -0.018 6.808 0.009 -0.001 -0.009
Si -16.36 2.659 6.897 0.005 -0.005 -0.002
Si -19.077 5.414 6.85 0.003 -0.005 0
Si -16.372 -8.182 6.911 0.006 -0.003 -0.003
Si -19.068 -5.438 6.826 0.002 -0.007 0.001
Si -16.359 -2.738 6.9 0.005 -0.004 0.005
Si -13.64 -0.032 6.935 -0.003 -0.005 -0.003
Si -10.925 2.677 6.951 -0.013 0.003 -0.002
Si -13.642 5.368 6.963 0.007 -0.004 0.001
Si -10.905 -8.194 6.992 -0.004 0 -0.004
Si -13.629 -5.442 6.948 -0.001 -0.002 -0.001
Si -10.92 -2.728 6.961 -0.007 -0.004 -0.004
Si -8.204 -0.027 6.905 0 -0.003 -0.005
Si -5.504 2.682 6.918 0.009 -0.006 -0.006
Si -8.177 5.417 6.935 -0.003 -0.005 0
Si -5.476 -8.186 6.915 0.005 0 -0.008
Si -8.184 -5.465 6.969 -0.003 0.004 0.002
Si -5.505 -2.737 6.906 -0.016 0.006 -0.005
Si -2.809 -0.018 6.885 0.002 0.001 0.004
Si -0.122 2.697 6.89 -0.02 0.004 -0.011
Si -2.826 5.405 6.892 -0.01 0.003 -0.002
Si -0.135 8.14 6.907 -0.003 0.01 -0.001
Si -2.796 -5.466 6.853 0.01 -0.014 -0.015
Si -0.124 -2.753 6.882 0 0.015 -0.004
Si 1.263 1.339 8.234 0.011 0.006 -0.01
Si 3.983 4.051 8.234 -0.011 0 -0.002
Si 1.248 6.79 8.261 0.013 -0.004 0
Si 3.977 -6.795 8.263 0.008 -0.006 0.007
Si 1.253 -4.079 8.266 0.001 0.006 -0.006
Si 3.979 -1.348 8.26 0.011 0.004 0.002
Si 6.737 1.363 8.23 -0.005 -0.007 0.01
Si 9.486 4.082 8.194 -0.006 -0.01 0.003
Si 6.733 6.804 8.234 0.004 0.011 0.005
Si 9.499 -6.779 8.193 -0.002 0.002 0.007
Si 6.716 -4.035 8.223 0.001 -0.012 -0.003
Si 9.482 -1.315 8.143 0 0.002 -0.005
Si 12.243 1.394 8.104 0.001 0.002 0.002
Si 14.986 4.09 8.031 -0.016 -0.015 -0.005
Si 12.249 6.808 8.138 -0.007 0.009 -0.004
Si 15.003 -6.776 8.057 0.012 0.011 0.004
Si 12.247 -4.04 8.089 0.006 -0.004 -0.004
Si 15.001 -1.352 8.042 -0.005 -0.006 -0.003
Si 17.737 1.363 7.981 -0.01 -0.015 -0.009
Si 20.494 4.088 7.96 -0.003 -0.002 -0.01
Si 17.734 6.821 7.981 -0.001 -0.009 -0.011
Si 20.475 -6.786 7.974 0.003 0.002 -0.003
Si 17.742 -4.065 8.003 -0.006 -0.012 -0.004
Si 20.47 -1.353 7.963 0.007 0.004 -0.006
Si 23.224 1.379 7.967 0.002 0.013 0.007
Si 25.941 4.106 8.003 -0.002 -0.005 0.003
Si 23.225 6.819 7.964 0.004 0.011 -0.007
Si 25.942 -6.796 7.976 -0.002 0.001 -0.007
Si 23.203 -4.083 7.965 -0.008 -0.01 -0.001
Si 25.936 -1.353 7.977 -0.006 -0.009 -0.007
Si 28.681 1.373 8.033 -0.002 0.008 -0.001
Si 31.387 4.085 8.055 0.004 0.003 0.003
Si 28.657 6.807 8.024 -0.005 -0.006 -0.004
Si 31.387 -6.79 8.051 0.002 0.002 -0.005
Si 28.663 -4.065 8 0.006 0 -0.004
Si 31.391 -1.352 8.041 -0.003 0.007 -0.004
Si -31.189 1.348 8.088 -0.019 -0.012 0.008
Si -28.466 4.08 8.084 0 -0.001 -0.006
Si -31.168 6.81 8.064 0 -0.003 -0.002
Si -28.466 -6.776 8.077 0.005 -0.002 -0.004
Si -31.168 -4.069 8.099 -0.002 0.009 0.005
Si -28.472 -1.364 8.091 -0.013 0 -0.006
Si -25.768 1.365 8.097 0.014 0.023 0.001
Si -23.09 4.081 8.132 0 0.001 0.003
Si -25.762 6.8 8.115 -0.007 0.008 -0.003
Si -23.1 -6.798 8.149 -0.001 0.004 -0.001
Si -25.794 -4.071 8.094 0.004 -0.006 -0.005
Si -23.099 -1.351 8.099 0.002 0.004 -0.008
Si -20.415 1.355 8.149 0 -0.005 -0.011
Si -17.715 4.06 8.223 0.012 0.009 -0.009
Si -20.43 6.796 8.187 -0.009 -0.012 -0.005
Si -17.734 -6.799 8.231 -0.001 -0.006 -0.005
Si -20.422 -4.065 8.166 0.004 0.001 -0.007
Si -17.716 -1.358 8.226 0.008 0 -0.002
Si -15.004 1.328 8.283 -0.002 0.005 -0.002
Si -12.278 4.031 8.321 -0.015 -0.004 0.005
Si -15.004 6.777 8.271 0.019 0.012 -0.006
Si -12.279 -6.812 8.307 0.005 0.001 0.004
Si -15.007 -4.086 8.281 0 0.006 -0.004
Si -12.283 -1.372 8.31 0.005 0.002 -0.002
Si -9.558 1.323 8.293 0 0.001 -0.005
Si -6.841 4.051 8.296 0.005 0.015 0.002
Si -9.538 6.764 8.319 0.008 0.004 -0.005
Si -6.819 -6.824 8.303 0.013 0.017 -0.005
Si -9.567 -4.104 8.308 -0.015 -0.015 -0.004
Si -6.857 -1.383 8.28 0 0.001 -0.003
Si -4.148 1.329 8.276 -0.006 0 -0.003
Si -1.456 4.062 8.263 0.008 0.002 -0.004
Si -4.15 6.767 8.284 -0.01 -0.007 0.002
Si -1.464 -6.806 8.266 -0.004 -0.008 0
Si -4.14 -4.107 8.25 0.007 0.002 -0.008
Si -1.455 -1.38 8.254 -0.004 -0.013 0.001
Si -0.08 -0.023 9.611 0.003 -0.012 -0.005
Si 2.636 2.691 9.599 0.009 -0.006 -0.005
Si -0.091 5.421 9.625 -0.008 0.006 -0.004
Si 2.631 -8.175 9.612 0 0.005 0.001
Si -0.089 -5.453 9.627 0.009 0.002 0.001
Si 2.635 -2.726 9.615 0.019 -0.006 0.001
Si 5.377 0.002 9.591 -0.002 0.008 0.006
Si 8.12 2.728 9.556 0.003 0.004 0.002
Si 5.367 5.427 9.572 0.019 0.006 -0.006
Si 8.126 -8.145 9.543 -0.002 -0.008 0
Si 5.372 -5.424 9.579 -0.006 0.004 0.003
Si 8.13 -2.683 9.524 -0.015 0 -0.008
Si 10.873 0.038 9.472 0.004 0.007 0.002
Si 13.627 2.754 9.424 0.001 0.014 0.007
Si 10.875 5.456 9.501 0.003 0.005 0
Si 13.632 -8.129 9.431 -0.002 -0.017 0.002
Si 10.891 -5.399 9.479 -0.007 -0.008 0
Si 13.628 -2.687 9.42 0.013 0.006 0.002
Si 16.376 0.02 9.364 0.003 -0.003 0.003
Si 19.114 2.735 9.312 0.002 0.004 -0.004
Si 16.367 5.465 9.353 -0.005 0.007 -0.002
Si 19.108 -8.144 9.332 -0.005 0.01 -0.005
Si 16.378 -5.411 9.377 -0.004 -0.003 0.006
Si 19.114 -2.699 9.339 -0.002 0.004 -0.001
Si 21.846 0.013 9.301 0 -0.006 -0.006
Si 24.581 2.732 9.335 0.001 0.004 0.004
Si 21.86 5.45 9.314 0.003 -0.015 0.001
Si 24.587 -8.152 9.339 0.011 0.011 0.002
Si 21.845 -5.432 9.331 0.003 -0.002 0.006
Si 24.575 -2.722 9.319 -0.015 -0.003 0
Si 27.303 -0.002 9.35 0.001 0.009 0
Si 30.034 2.72 9.41 0.006 -0.013 0.002
Si 27.306 5.446 9.377 -0.009 0.002 0.001
Si 30.024 -8.161 9.389 0 0.002 -0.002
Si 27.305 -5.44 9.343 -0.009 -0.005 0.001
Si 30.021 -2.717 9.381 -0.005 -0.001 0
Si -32.55 -0.007 9.442 0.009 -0.002 0.006
Si -29.837 2.72 9.444 -0.005 -0.009 -0.001
Si -32.533 5.444 9.414 -0.006 -0.002 0.002
Si -29.828 -8.146 9.435 -0.007 0.008 0.001
Si -32.542 -5.438 9.428 0.007 -0.001 0.002
Si -29.831 -2.71 9.47 -0.002 -0.005 0.005
Si -27.136 0.003 9.462 0.003 -0.011 -0.004
Si -24.448 2.722 9.494 0.007 0.003 0.004
Si -27.138 5.445 9.467 0.004 0.008 -0.004
Si -24.45 -8.163 9.516 0.005 -0.013 0.006
Si -27.141 -5.428 9.477 0.002 0.011 -0.001
Si -24.452 -2.715 9.475 -0.006 -0.005 -0.001
Si -21.767 -0.007 9.509 0.003 0.003 -0.005
Si -19.08 2.7 9.566 0 0.005 -0.001
Si -21.772 5.431 9.545 -0.002 0.004 0.003
Si -19.086 -8.168 9.577 -0.003 0.006 -0.002
Si -21.766 -5.437 9.531 0.002 -0.008 0.001
Si -19.077 -2.727 9.565 0.003 0.002 -0.004
Si -16.371 -0.021 9.625 0.011 0.001 0.002
Si -13.655 2.687 9.66 0.005 -0.004 0.005
Si -16.371 5.417 9.612 0 -0.004 0
Si -13.65 -8.18 9.64 -0.003 0.005 0.008
Si -16.373 -5.456 9.613 0.007 -0.006 -0.001
Si -13.655 -2.73 9.652 -0.004 -0.002 0.002
Si -10.926 -0.014 9.666 -0.012 0 -0.002
Si -8.213 2.699 9.652 0.002 -0.003 -0.007
Si -10.92 5.413 9.663 0.002 -0.002 -0.005
Si -8.192 -8.176 9.666 -0.003 -0.009 -0.004
Si -10.93 -5.452 9.669 -0.002 0 0.006
Si -8.212 -2.733 9.657 -0.006 0.005 -0.006
Si -5.502 -0.023 9.646 0.002 0.002 0
Si -2.794 2.697 9.636 -0.01 0.005 -0.006
Si -5.499 5.419 9.66 0 0.001 0.007
Si -2.802 -8.172 9.637 -0.007 0.006 -0.001
Si -5.48 -5.449 9.655 -0.001 -0.009 0.004
Si -2.794 -2.745 9.629 -0.001 0.008 -0.002
Si 1.286 -1.369 10.983 0.003 0.006 0
Si 4.02 1.353 10.957 0.011 0.003 0.005
Si 1.292 4.06 10.966 0.01 0.004 -0.003
Si 4.02 -9.534 10.946 0.003 -0.008 0.001
Si 1.29 -6.809 10.977 0.005 -0.014 0.005
Si 4.021 -4.081 10.954 -0.005 -0.005 0.009
Si 6.771 -1.359 10.913 0.004 -0.005 0.004
Si 9.515 1.367 10.869 -0.011 -0.002 0.005
Si 6.756 4.083 10.917 -0.012 0.002 0
Si 9.508 -9.51 10.865 -0.011 -0.001 0.001
Si 6.762 -6.793 10.903 0.014 0 0.001
Si 9.512 -4.059 10.845 0 0.004 -0.001
Si 12.257 -1.338 10.789 -0.002 -0.011 -0.001
Si 15.007 1.373 10.733 0 -0.006 -0.006
Si 12.265 4.09 10.813 0.009 -0.009 0.003
Si 15.002 -9.512 10.74 0 0.016 -0.001
Si 12.259 -6.78 10.8 0.006 0.013 0.005
Si 15.006 -4.059 10.738 -0.003 -0.019 0.003
Si 17.75 -1.341 10.7 0 -0.002 0.001
Si 20.485 1.376 10.657 -0.006 -0.001 -0.004
Si 17.747 4.091 10.677 -0.004 -0.003 -0.002
Si 20.489 -9.51 10.667 0 0.005 -0.005
Si 17.747 -6.786 10.699 -0.001 0.01 0
Si 20.486 -4.061 10.68 0.005 -0.008 0.007
Si 23.211 -1.347 10.652 0.001 0.01 -0.004
Si 25.948 1.373 10.689 -0.016 0.002 0
Si 23.223 4.096 10.68 0.004 -0.003 0.005
Si 25.951 -9.503 10.715 0.004 -0.008 0.006
Si 23.227 -6.781 10.683 -0.008 -0.006 -0.003
Si 25.944 -4.072 10.687 0.003 0.001 -0.001
Si 28.661 -1.351 10.73 -0.005 -0.001 -0.004
Si 31.374 1.363 10.793 -0.004 0.006 0.006
Si 28.667 4.087 10.744 -0.002 0.001 0.007
Si 31.38 -9.518 10.761 0.007 -0.001 -0.002
Si 28.663 -6.79 10.724 0.002 0.002 -0.004
Si 31.369 -4.072 10.766 0.003 -0.001 -0.002
Si -31.205 -1.36 10.824 -0.005 -0.003 0.009
Si -28.507 1.353 10.826 -0.001 0.004 -0.001
Si -31.202 4.08 10.801 -0.002 0.01 0.002
Si -28.501 -9.516 10.823 0.003 -0.004 -0.005
Si -31.196 -6.798 10.798 -0.008 -0.003 -0.003
Si -28.502 -4.081 10.848 -0.008 0.001 0.006
Si -25.813 -1.368 10.849 0.009 0.009 -0.003
Si -23.117 1.354 10.876 0.002 0.003 -0.002
Si -25.812 4.081 10.854 -0.007 -0.008 -0.003
Si -23.126 -9.526 10.907 0.001 0.003 0.006
Si -25.819 -6.802 10.868 -0.005 -0.003 -0.001
Si -23.13 -4.079 10.882 0.006 -0.003 -0.004
Si -20.433 -1.36 10.912 0.004 -0.003 -0.003
Si -17.731 1.355 10.962 0.009 -0.005 -0.002
Si -20.429 4.071 10.925 0.002 0.012 0.001
Si -17.728 -9.524 10.953 0.004 0.004 -0.003
Si -20.436 -6.795 10.93 -0.003 0.004 0.002
Si -17.735 -4.084 10.954 0.002 0.008 -0.003
Si -15.018 -1.367 11.002 -0.006 0.004 0.003
Si -12.292 1.342 11.024 0.001 0.004 0.008
Si -15.016 4.07 10.994 0.015 0.003 0.004
Si -12.288 -9.534 11.006 0.003 0.005 0
Si -15.013 -6.808 10.983 0 -0.009 0.001
Si -12.3 -4.088 11.016 -0.002 0 0
Si -9.573 -1.377 11.023 -0.002 -0.005 -0.001
Si -6.858 1.341 11.01 0 0.002 -0.001
Si -9.567 4.059 11.025 -0.001 -0.001 -0.002
Si -6.846 -9.536 11.031 0.003 -0.003 -0.001
Si -9.567 -6.814 11.017 0 0.004 -0.004
Si -6.853 -4.093 11.014 0 0.004 -0.006
Si -4.143 -1.385 11.003 -0.006 -0.013 0.001
Si -1.425 1.339 10.987 0 0.008 -0.012
Si -4.137 4.059 11.01 0.003 -0.001 0.001
Si -1.433 6.794 10.987 -0.003 0.01 -0.004
Si -4.137 -6.813 11.023 0.003 -0.007 0.003
Si -1.431 -4.094 11.003 0.001 -0.002 -0.007
Si 2.672 -0.014 12.325 0.013 0.005 -0.001
Si 5.403 2.72 12.287 0.006 0.006 -0.001
Si 2.674 5.416 12.313 -0.008 -0.001 0.002
Si 5.407 -8.16 12.273 -0.001 -0.001 -0.006
Si 2.675 -5.449 12.32 0.014 0.007 -0.004
Si 5.423 -2.731 12.282 0.008 -0.001 -0.003
Si 8.158 0.002 12.238 -0.001 -0.001 0.002
Si 10.905 2.736 12.185 0.003 0.01 -0.001
Si 8.145 5.456 12.236 0.007 0.007 -0.002
Si 10.893 -8.137 12.177 -0.006 -0.008 -0.003
Si 8.16 -5.433 12.219 -0.02 -0.009 -0.006
Si 10.896 -2.693 12.165 -0.003 -0.003 0.003
Si 13.642 0.028 12.11 0.004 0.007 0.002
Si 16.387 2.741 12.055 -0.004 0.002 0
Si 13.642 5.464 12.13 0 0.006 0.002
Si 16.372 -8.137 12.057 -0.001 -0.015 -0.002
Si 13.641 -5.406 12.11 0.01 0.006 0
Si 16.383 -2.691 12.061 -0.003 0.006 -0.001
Si 19.126 0.031 12.025 0.009 0.005 -0.005
Si 21.858 2.723 12.011 -0.003 0.005 0.001
Si 19.119 5.451 12.018 -0.001 -0.006 0.008
Si 21.867 -8.155 12.015 0.003 0.01 -0.003
Si 19.115 -5.416 12.029 -0.009 -0.017 0.003
Si 21.859 -2.693 12.019 0.003 0.006 0.002
Si 24.579 0 12.009 -0.009 -0.008 -0.008
Si 27.305 2.712 12.075 -0.003 -0.012 0.004
Si 24.593 5.44 12.048 -0.005 0.005 0.002
Si 27.324 -8.158 12.084 -0.002 0.011 -0.001
Si 24.593 -5.424 12.049 0.005 -0.001 0.007
Si 27.301 -2.722 12.066 -0.005 -0.006 0.002
Si 30.005 -0.008 12.129 -0.004 -0.001 0.005
Si 32.718 2.725 12.171 0.005 -0.009 0.003
Si 30.03 5.438 12.117 0.006 0.007 0.001
Si 32.722 -8.161 12.143 0.008 0.004 -0.004
Si 30.009 -5.44 12.109 -0.003 -0.004 0.002
Si 32.709 -2.732 12.166 -0.002 -0.007 0.002
Si -29.868 0.003 12.203 0.001 0.002 0.003
Si -27.175 2.717 12.206 0.007 0.001 -0.003
Si -29.864 5.441 12.179 0 0.003 0
Si -27.183 -8.165 12.229 -0.007 -0.003 0.001
Si -29.867 -5.451 12.198 -0.006 0 0.001
Si -27.17 -2.72 12.23 0.007 -0.004 0.005
Si -24.477 -0.013 12.23 -0.002 -0.002 -0.007
Si -21.791 2.706 12.276 0.002 -0.01 0.002
Si -24.491 5.431 12.261 -0.003 0.003 0.003
Si -21.793 -8.158 12.287 0.005 -0.006 -0.001
Si -24.482 -5.446 12.252 -0.001 0.002 -0.002
Si -21.784 -2.728 12.267 0.002 0.008 -0.002
Si -19.091 -0.012 12.309 0 0.001 0.001
Si -16.379 2.711 12.345 -0.006 0.008 0.004
Si -19.087 5.435 12.304 0.003 -0.001 -0.001
Si -16.373 -8.169 12.332 0.008 0.006 0.001
Si -19.088 -5.443 12.315 0.005 -0.008 0
Si -16.392 -2.729 12.337 0.003 -0.016 -0.003
Si -13.663 -0.01 12.375 0.004 -0.007 0.002
Si -10.939 2.713 12.382 -0.004 0 0.002
Si -13.657 5.432 12.361 -0.004 -0.002 0.002
Si -10.937 -8.167 12.372 0.001 0.003 0.002
Si -13.67 -5.447 12.364 -0.001 -0.002 0.002
Si -10.945 -2.728 12.379 -0.007 -0.001 0.001
Si -8.221 -0.006 12.379 -0.002 0.006 -0.004
Si -5.501 2.704 12.368 -0.006 -0.002 -0.006
Si -8.214 5.429 12.386 0.001 0.006 0.002
Si -5.497 -8.165 12.392 -0.003 0.007 0.004
Si -8.222 -5.446 12.379 -0.003 -0.006 -0.002
Si -5.503 -2.73 12.378 0 0.006 -0.004
Si -2.774 -0.023 12.357 0.002 -0.001 -0.005
Si -0.058 2.703 12.339 -0.002 -0.004 -0.004
Si -2.781 5.436 12.355 0.004 0.001 -0.003
Si -0.062 8.148 12.34 0 -0.002 -0.004
Si -2.776 -5.453 12.382 0.003 0.003 0.004
Si -0.059 -2.737 12.358 -0.003 0 0.002
Si 1.315 1.346 13.693 -0.005 0.002 0.002
Si 4.049 4.064 13.673 0.016 -0.006 -0.001
Si 1.317 6.781 13.669 0 -0.003 -0.004
Si 4.064 -6.804 13.657 -0.009 0.002 0.002
Si 1.322 -4.104 13.698 0.008 -0.009 -0.002
Si 4.065 -1.38 13.65 0.001 0.006 0.009
Si 6.795 1.352 13.602 -0.006 0.004 -0.003
Si 9.545 4.096 13.549 -0.011 -0.009 0.006
Si 6.789 -9.513 13.616 -0.005 -0.001 0.005
Si 9.535 -6.792 13.563 -0.001 0.011 0.001
Si 6.806 -4.104 13.61 0.015 -0.009 0.005
Si 9.548 -1.359 13.565 -0.007 -0.009 0.01
Si 12.284 1.361 13.505 0.001 -0.002 0.008
Si 15.023 4.079 13.435 0.009 -0.003 -0.002
Si 12.273 -9.503 13.501 0.003 0.001 0.008
Si 15.014 -6.777 13.426 -0.012 0.007 0.002
Si 12.279 -4.059 13.483 -0.002 -0.005 0
Si 15.022 -1.34 13.428 0.008 -0.01 0.002
Si 17.766 1.383 13.389 0 -0.001 0
Si 20.498 4.087 13.352 0 -0.008 0.005
Si 17.738 -9.517 13.368 -0.007 0.027 0.003
Si 20.501 -6.781 13.342 0.005 -0.003 -0.009
Si 17.756 -4.054 13.391 0.002 -0.006 0.006
Si 20.501 -1.322 13.364 -0.012 0.008 -0.001
Si 23.226 1.357 13.357 0.015 -0.009 -0.003
Si 25.953 4.08 13.417 -0.011 -0.001 0.006
Si 23.236 -9.506 13.38 -0.002 0 -0.001
Si 25.966 -6.781 13.41 0.008 -0.007 -0.003
Si 23.241 -4.027 13.378 -0.015 0.002 0.005
Si 25.933 -1.342 13.385 -0.016 0.015 -0.008
Si 28.641 1.36 13.47 -0.004 0.004 0.01
Si 31.359 4.092 13.527 -0.007 0.011 0.011
Si 28.686 -9.513 13.466 0.008 -0.008 0.002
Si 31.355 -6.802 13.486 0.002 0.003 -0.003
Si 28.653 -4.07 13.453 -0.01 0.009 0.004
Si 31.346 -1.369 13.516 0.005 -0.013 0.002
Si 34.05 1.367 13.562 -0.002 0.013 0.005
Si -28.537 4.074 13.566 0.005 -0.008 0.001
Si 34.058 -9.514 13.533 -0.014 0.001 0.001
Si -28.553 -6.82 13.599 -0.004 0.004 0.001
Si 34.041 -4.101 13.551 0.005 -0.007 0
Si -28.538 -1.363 13.592 -0.009 0.003 0.009
Si -25.843 1.345 13.577 0.006 -0.001 -0.004
Si -23.159 4.056 13.637 0.006 -0.008 0.008
Si -25.851 -9.523 13.619 -0.014 0.006 0.003
Si -23.151 -6.802 13.653 -0.001 -0.003 0.002
Si -25.848 -4.099 13.615 0.011 -0.001 0.003
Si -23.147 -1.373 13.619 -0.003 0.003 -0.002
Si -20.447 1.353 13.66 0.003 -0.004 0.004
Si -17.737 4.088 13.689 -0.002 0.011 0.007
Si -20.444 -9.516 13.656 -0.001 0.007 0.005
Si -17.728 -6.799 13.683 0.005 -0.005 0.004
Si -20.449 -4.076 13.669 -0.002 0.006 0.007
Si -17.752 -1.372 13.697 0.012 -0.004 -0.002
Si -15.025 1.359 13.726 0.008 -0.001 0.005
Si -12.304 4.078 13.736 0.008 0.008 0.003
Si -15.016 -9.515 13.71 0.012 -0.002 -0.001
Si -12.305 -6.801 13.725 -0.002 0.003 0.003
Si -15.04 -4.077 13.71 -0.017 0.017 -0.001
Si -12.305 -1.366 13.738 0.001 -0.005 0.006
Si -9.578 1.361 13.742 -0.002 -0.005 0.004
Si -6.849 4.069 13.739 0.009 -0.006 0.001
Si -9.579 -9.521 13.738 -0.006 -0.003 0
Si -6.868 -6.801 13.746 -0.006 0.004 0
Si -9.596 -4.093 13.741 0.008 -0.003 -0.001
Si -6.866 -1.365 13.737 0.001 -0.007 0.004
Si -4.138 1.34 13.712 0.002 0.003 -0.003
Si -1.404 4.084 13.697 -0.014 0.012 0
Si -4.13 6.787 13.736 0.005 0.001 -0.003
Si -1.4 9.501 13.727 0.015 -0.016 0.01
Si -4.144 -4.089 13.739 -0.006 -0.002 -0.004
Si -1.414 -1.376 13.729 -0.003 -0.002 0
Si -0.027 -0.019 15.07 0.003 0.003 0.005
Si 2.688 2.699 15.048 -0.002 0.015 0.006
Si -0.024 5.43 15.058 0.009 0.005 0.005
Si 2.684 8.155 14.996 0.009 -0.01 -0.007
Si -0.025 -5.463 15.083 0.003 0.009 0.014
Si 2.728 -2.756 15.022 0.014 -0.009 0.002
Si 5.441 -0.007 14.979 0.024 0.001 0.005
Si 8.202 2.714 14.901 -0.001 -0.003 -0.003
Si 5.439 5.441 14.992 -0.011 0.01 0.004
Si 8.169 -8.142 14.95 0.001 0.007 0.006
Si 5.465 -5.463 15.01 -0.004 -0.017 0.002
Si 8.205 -2.748 14.925 -0.005 -0.001 -0.002
Si 10.941 0.002 14.896 -0.005 -0.01 0.005
Si 13.665 2.735 14.819 0.006 -0.007 0.004
Si 10.913 5.469 14.89 0 0.016 0.001
Si 13.655 -8.12 14.804 -0.005 0.006 0.002
Si 10.941 -5.425 14.866 0.002 0.004 0
Si 13.651 -2.678 14.799 -0.008 -0.006 0
Si 16.404 0.026 14.748 -0.012 0.003 0.007
Si 19.151 2.738 14.722 0 -0.001 0.003
Si 16.398 5.446 14.756 -0.001 0.002 0.012
Si 19.126 -8.147 14.662 0.005 0 -0.002
Si 16.379 -5.4 14.747 0.003 0.004 0.006
Si 19.132 -2.669 14.705 0.007 0.004 0.001
Si 21.88 0.012 14.727 -0.003 0.001 0.004
Si 24.592 2.683 14.728 -0.006 -0.003 -0.001
Si 21.877 5.429 14.698 0.006 0.006 0.005
Si 24.614 -8.157 14.735 -0.001 0 0.002
Si 21.856 -5.397 14.672 0.001 -0.015 0.001
Si 24.594 -2.669 14.767 0.002 0.001 0.01
Si 27.265 -0.019 14.792 -0.011 -0.016 0.001
Si 29.981 2.716 14.856 -0.009 -0.015 0.002
Si 27.328 5.423 14.785 -0.001 -0.005 0.01
Si 30.034 -8.164 14.865 0.005 -0.003 0.006
Si 27.307 -5.432 14.805 -0.003 -0.008 0.003
Si 29.987 -2.739 14.868 0.007 -0.006 0.004
Si 32.681 -0.008 14.9 0 0.001 -0.002
Si 35.388 2.731 14.948 -0.007 0.002 0.005
Si 32.708 5.466 14.904 0.011 0.003 -0.001
Si 35.359 -8.177 14.969 -0.007 -0.007 0.009
Si 32.675 -5.471 14.902 -0.001 -0.002 -0.001
Si 35.373 -2.743 14.934 -0.003 -0.007 0.001
Si -27.194 0.012 14.96 0.011 0.01 -0.001
Si -24.522 2.675 14.989 -0.007 -0.007 0.002
Si -27.218 5.426 14.966 0.006 0.002 -0.002
Si -24.519 -8.165 15.012 0.001 -0.003 0.006
Si -27.209 -5.469 14.976 0.002 0.001 0.01
Si -24.499 -2.738 14.981 -0.001 0.006 -0.002
Si -21.812 -0.018 15.004 0.006 -0.009 0.006
Si -19.103 2.722 15.032 0.004 -0.004 0
Si -21.812 5.43 14.991 -0.001 0.011 -0.007
Si -19.088 -8.158 15.031 0.002 -0.001 0.002
Si -21.806 -5.436 15.029 0.006 -0.009 -0.001
Si -19.113 -2.724 15.072 -0.004 -0.001 0.002
Si -16.396 -0.015 15.064 -0.011 -0.003 -0.003
Si -13.669 2.723 15.1 -0.004 -0.005 0.002
Si -16.383 5.451 15.061 -0.005 -0.004 0.003
Si -13.667 -8.151 15.087 -0.004 0.007 -0.004
Si -16.399 -5.43 15.073 0.014 -0.007 0.006
Si -13.686 -2.722 15.08 0.005 -0.008 -0.002
Si -10.951 0.01 15.095 0.002 -0.003 -0.001
Si -8.214 2.722 15.103 -0.001 0.006 -0.006
Si -10.948 5.45 15.093 -0.001 0.004 0.003
Si -8.232 -8.155 15.11 0.001 0.002 0.005
Si -10.965 -5.443 15.11 -0.011 0.002 0.003
Si -8.243 -2.719 15.088 -0.007 0.013 0.005
Si -5.499 -0.004 15.091 -0.002 0.002 0.001
Si -2.78 2.731 15.036 0.009 -0.002 -0.007
Si -5.494 5.435 15.101 -0.006 -0.005 0.001
Si -2.753 8.133 15.091 -0.011 0.001 0.006
Si -5.515 -5.434 15.106 0.004 0.007 0.005
Si -2.787 -2.727 15.097 -0.001 -0.01 -0.007
O 1.866 -1.133 23.023 -0.378 -0.239 0.265
O -0.007 -2.701 22.11 0.138 0.125 0.139
O 2.248 0.299 25.122 -0.459 -0.348 0.212
O 3.27 1.124 22.79 -0.125 0.271 0.339
O 2.734 5.391 21.986 -0.061 0.179 0.236
O 6.358 5.113 24.399 0.064 -0.068 -0.018
O 8.689 4.605 -4.097 -0.149 -0.424 -0.005
O 8.521 -6.461 22.569 0.361 0.263 -0.127
O 4.245 6.966 23.296 0.533 0.057 0.114
O 4.472 -7.337 24.873 -0.163 0.104 0.275
O 8.393 0.101 22.099 -0.089 0.08 0.3
O 10.163 1.932 22.818 0.464 0.561 0.16
O 10.66 0.009 24.562 -0.085 -0.27 -0.154
O 14.536 7.684 -6.903 0.207 -0.473 0.159
O 7.697 5.343 -6.265 -0.579 -0.117 -0.281
O 7.588 3.49 22.891 0.323 -0.545 0.397
O 10.071 7.679 22.691 0.616 -0.161 0.254
O 15.25 4.153 -5.716 -0.057 0.286 -0.703
O 9.198 3.932 -1.705 0.289 0.158 0.625
O 6.021 -7.295 22.75 -0.4 -0.691 -0.162
O 5.28 -2.917 25.012 -0.372 0.31 0.563
O 7.705 -3.515 25.429 0.126 0.073 0.153
O 9.224 -3.865 23.241 -0.33 -0.159 0.122
O 11.15 -2.643 22.079 0.242 -0.241 0.302
O 13.272 -1.779 25.644 -0.095 -0.554 -0.134
O 19.198 -0.005 21.997 0.088 -0.099 0.345
O 16.125 -0.708 -6.418 -0.052 0.105 -0.148
O 14.38 3.022 24.381 0.16 0.32 0.328
O 11.842 2.293 24.853 -0.1 -0.464 0.561
O 15.793 7.106 22.687 -0.113 -0.048 0.347
O 17.983 -5.429 -6.205 -0.016 -0.023 -0.622
O 12.708 -6.992 -6.038 -0.435 0.123 0.624
O 12.864 -7.563 22.797 0.378 -0.638 0.085
O 13.92 -5.386 21.951 -0.22 0.027 0.468
O 17.585 -1.852 22.891 0.354 -0.229 0.539
O 21.014 1.774 22.784 0.508 0.147 0.05
O 22.588 4.614 22.958 -0.074 0.005 0.011
O 18.327 4.507 22.739 0.053 -0.538 0.289
O 19.85 6.573 22.261 0.283 0.003 0.131
O 15.078 -6.082 -6.621 0.492 0.484 0.461
O 19.157 -5.41 21.862 -0.148 0.189 0.642
O 17.656 -7.377 22.657 0.157 -0.048 0.193
O 10.362 4.842 -6.442 -0.095 -0.504 0.327
O 18.536 0.323 25.931 -0.411 -0.259 0.07
O 24.468 0.034 22.057 0.194 0.089 0.671
O 26.259 1.714 22.953 -0.205 0.029 0.301
O 20.31 5.231 24.37 -0.103 0.066 0.588
O 26.772 7.885 21.972 -0.117 -0.056 0.579
O 24.047 -6.728 22.408 0.303 -0.411 0.129
O -31.383 3.814 25.827 -0.29 0.279 -0.177
O 23.128 -4.404 22.888 0.09 -0.148 0.021
O 27.237 -2.788 22.12 -0.127 0.081 0.281
O 28.879 -0.98 23.094 -0.353 -0.047 0.484
O 30.841 0.757 22.912 0.324 -0.13 0.326
O 28.6 1.448 24.126 -0.189 0.332 0.309
O 28.01 3.705 22.904 0.065 0.256 0.336
O 29.91 5.399 22.243 0.215 -0.115 0.668
O -31.957 -7.114 23.161 -0.343 0.022 0.394
O 25.665 -4.687 22.983 0.449 0.028 0.717
O -32.561 -2.513 21.996 0.294 0.196 0.183
O -27.904 -0.489 -3.298 -0.629 -0.29 -0.252
O -22.759 -1.448 -5.754 -0.436 0.156 0.291
O -28.899 0.646 23.105 0.245 0.119 0.339
O -28.389 6.625 23.479 0.039 -0.15 0.089
O -24.465 -5.514 25.356 0.48 -0.597 -0.306
O 31.359 -4.049 23.397 -0.044 -0.36 0.134
O -30.007 -5.401 22.349 0.262 0.043 0.674
O -31.514 5.507 -5.228 0.196 0.003 0.269
O -24.56 -0.008 22.366 0.074 -0.079 0.293
O -25.715 1.678 -5.72 -0.348 0.439 -0.104
O -23.635 3.75 24.82 0.039 0.235 0.331
O -27.392 2.562 22.105 0.092 0.195 0.021
O -25.609 3.862 23.284 -0.105 0.122 0.176
O -23.25 6.506 23.253 -0.429 -0.504 0.224
O -26.532 1.772 -3.234 0.194 0.444 0.114
O 29.359 3.978 -1.557 0.167 0.409 -0.548
O -28.097 -3.681 23.017 0.144 -0.103 0.083
O -26.919 -7.886 22.286 0.097 0.174 0.149
O -23.137 -4.304 23.324 0.619 0.022 0.157
O -19.735 -0.211 25.113 0.186 0.435 -0.255
O -17.384 -2.59 25.331 0.19 0.266 -0.359
O -17.019 -7.779 25.126 -0.308 -0.089 0.649
O -21.296 3.942 23.193 0.139 -0.229 0.296
O -15.227 -6.998 23.469 0.248 -0.216 0.218
O -14.254 -6.701 -4.831 -0.307 -0.628 0.201
O -21.771 8.084 21.948 0.1 0.034 0.178
O -20.264 -6.638 23.319 0.26 0.204 0.119
O -16.396 -2.613 22.254 0.054 0.264 0.575
O -16.142 6.033 25.287 0.522 0.144 0.024
O -11.954 -2.088 25.319 0.501 -0.029 0.373
O -19.081 0.07 22.206 -0.077 -0.123 0.228
O -11.044 -7.95 25.508 -0.305 -0.369 0.204
O -16.446 -0.104 -6.606 0.579 0.194 -0.004
O -13.719 5.494 22.34 -0.024 -0.12 0.571
O -7.167 6.249 23.135 0.336 0.024 0.179
O -7.305 -2.363 -4.781 0.152 -0.074 0.271
O -10.933 -1.918 22.807 -0.566 0.021 0.011
O -16.763 -2.433 -5.634 -0.415 -0.452 0.242
O -7.07 1.386 23.407 0.315 0.319 0.167
O -5.377 2.866 22.295 0.034 -0.046 0.171
O -9.075 4.388 23.212 0.402 -0.302 0.129
O -7.209 4.38 -5.77 -0.156 -0.097 0.414
O -1.789 -7.124 -5.884 0.038 -0.148 0.507
O -5.5 8.134 22.316 -0.108 -0.105 0.456
O -5.531 -3.152 25.142 0.705 0.065 0.408
O -3.91 0.886 -5.525 0.01 0.023 0.02
O -4.531 -1.868 23.042 0.424 -0.199 0.123
O -8.428 0.549 25.496 0.135 0.086 0.109
O -2.758 -0.173 22.172 -0.074 0.068 0.352
O -1.238 1.439 23.375 0.151 0.586 0.227
O -1.452 7.145 -1.418 0.174 -0.014 -0.196
O -0.037 8.091 22.29 -0.087 0.08 0.121
O -3.662 -6.478 23.096 0.21 -0.059 0.103
O -2.731 -4.456 -3.162 -0.035 0.27 0.143
O -5.508 0.059 -3.508 -0.264 0.224 -0.324
O -2.221 -3.759 22.868 -0.749 -0.096 -0.048
O 6.655 4.293 -1.283 -0.185 0.125 -0.596
O 5.379 2.568 22.044 -0.141 0.174 0.582
O -10.032 -7.206 23.18 -0.256 -0.07 0.466
O 2.8 -2.317 -6.342 0.251 0.035 -0.296
O 2.41 7.48 25.208 -0.316 0.489 0.069
O 8.182 5.943 22.57 -0.484 -0.124 -0.331
O 3.529 5.082 -4.472 -0.046 -0.617 -0.19
O 5.232 4.207 -6.944 -0.056 -0.016 0.104
O 24.354 4.013 -3.594 0.18 0.461 -0.11
O 6.098 4.846 -4.117 -0.01 -0.271 -0.018
O 1.184 5.191 24.899 -0.334 -0.085 -0.444
O 9.267 2.067 25.336 0.037 0.741 -0.077
O -10.942 2.726 22.372 -0.15 0.155 0.251
O 8.293 2.239 -5.538 0.642 0.489 0.02
O 10.679 0.004 -3.383 -0.082 -0.057 -0.577
O 18.298 -0.296 -4.229 -0.216 -0.185 -0.677
O 14.933 1.082 22.679 -0.235 -0.42 0.093
O 4.006 -7.05 -2.558 0.269 0.001 0.101
O 9.818 -6.675 -6.478 0.661 -0.278 0.121
O 10.075 -2.391 25.306 0.486 0.016 0.206
O 23.771 -1.79 -1.459 -0.154 -0.314 -0.161
O 14.215 3.296 -3.427 0.35 0.076 -0.201
O 17.837 -6.824 -3.94 0.437 -0.029 0.31
O -3.547 -7.783 -0.901 -0.002 -0.262 -0.346
O -0.188 -4.882 -3.523 -0.06 0.568 -0.037
O 8.609 0.165 -7.087 -0.448 -0.274 0.371
O -5.002 -5.784 -2.986 0.076 -0.201 0.088
O 15.753 -0.304 -3.799 -0.302 -0.382 0.129
O 27.545 -3.132 -3.487 0.019 0.661 -0.243
O -5.435 2.59 -6.673 -0.249 0.064 -0.47
O -3.186 -4.679 25.014 -0.213 0.297 0.573
O 22.958 7.151 -2.253 -0.057 -0.107 0.4
O 24.706 5.834 21.984 -0.142 0.189 0.487
O -24.627 -0.738 26.19 -0.446 -0.296 -0.424
O 13.87 5.592 21.811 0.223 -0.168 0.148
O 24.216 -5.972 24.863 0.022 0.176 0.369
O 19.71 -7.332 -5.617 0.209 -0.227 -0.531
O 24.923 -3.29 -3.475 -0.284 -0.348 -0.338
O 12.403 7.618 25.117 -0.285 -0.46 -0.082
O 20.463 2.099 -1.163 0.002 0.45 0.015
O 23.99 -6.974 -1.385 0.628 0.445 -0.286
O -22.941 7.316 -1.64 -0.385 0.18 -0.188
O 27.232 5.331 -6.482 0.488 0.69 -0.363
O 25.534 7.224 -1.606 0.22 -0.125 -0.259
O -7.868 6.942 -5.764 0.333 0.287 0.159
O -26.481 6.978 25.265 0.337 -0.051 -0.614
O 27.736 0.157 -3.65 0.017 -0.263 -0.352
O 24.601 -7.857 -3.816 0.54 0.254 -0.078
O -7.313 -6.63 -2.272 -0.117 0.207 -0.33
O 30.683 7.713 -3.715 0.041 -0.211 0.071
O -14.88 -6.625 26.141 0.588 -0.184 0.008
O -21.678 -5.722 -3.557 -0.034 -0.097 -0.202
O -28.919 8.051 25.628 0.429 0.551 -0.155
O -13.057 -4.274 -0.9 -0.383 0.469 -0.166
O -2.971 3.348 -6.235 -0.042 0.318 0.643
O -31.92 7.429 -3.536 0.097 -0.275 0.305
O -1.8 4.452 25.225 0.567 -0.206 0.154
O 30.134 -5.78 -6.581 0.67 -0.102 0.405
O -31.088 -1.43 -6.174 0.399 0.146 0.002
O -20.988 8.04 -3.269 0.573 -0.456 0.046
O -19.172 -6.498 -3.966 -0.024 0.545 -0.466
O -5.453 -6.072 -0.428 -0.051 0.272 0.1
O 30.16 -2.812 -3.978 0.351 -0.453 0.138
O -1.681 -6.775 -2.477 0.43 -0.105 -0.416
O -29.105 -3.65 -1.542 0.14 0.069 -0.489
O -1.115 -4.547 -1.13 0.704 0.137 0.052
O -24.297 -5.342 -3.221 -0.038 0.196 -0.408
O -23.418 7.897 -4.211 0.207 0.317 -0.319
O 31.845 3.843 -5.781 -0.052 0.238 -0.112
O -8.272 -2.762 -0.116 0.155 0.039 -0.062
O 23.887 7.114 -5.977 0.05 -0.435 0.441
O -19.583 4.27 -1.579 -0.189 0.195 -0.1
O -26.612 -1.493 23.226 -0.492 0.235 0.147
O 22.758 -1.779 22.894 0.206 0.203 0.736
O -24.465 4.326 -3.888 -0.356 -0.318 -0.428
O -26.393 3.877 25.739 0.2 0.251 0.229
O -17.453 5.498 -6.004 0.176 -0.059 -0.07
O -0.521 -4.712 24.452 0.074 0.145 0.076
O -17.18 4.501 -2.732 0.291 -0.395 -0.163
O -3.237 -7.092 25.599 0.389 -0.13 -0.073
O -1.37 0.911 -3.89 0.111 0.061 -0.377
O -7.408 7.235 -1.339 -0.073 -0.19 -0.311
O -10.057 0.461 -2.997 0.227 0.499 -0.021
O -23.318 1.769 -6.695 0.015 -0.264 0.215
O -15.56 2.257 -6.163 0.089 -0.102 -0.071
O -4.627 3.48 -1.514 -0.105 -0.633 0.081
O -14.926 5.877 -2.993 0 0.386 -0.052
O -16.845 6.633 -1.23 -0.29 0.311 -0.091
O 4.067 -5.466 22.921 -0.195 -0.304 0.158
O -30.36 -0.694 25.051 0.636 -0.442 0.213
O -11.893 1.307 -1.355 0.306 -0.128 -0.256
O 10.555 2.758 -3.531 0.305 0.045 -0.47
O 0.698 -6.708 -5.221 0.314 -0.592 0.497
O -20.88 -1.548 23.082 -0.326 -0.224 0.067
O -16.954 1.196 -4.257 0.267 -0.121 0.124
O -12.01 1.779 -4.047 0.088 0.491 0.023
O -13.751 -0.216 25.351 -0.212 0.502 0.037
O -8.916 -0.346 23.003 -0.195 0.38 0.095
O -6.672 -3.397 22.924 -0.376 -0.232 0.125
O -25.279 6.626 -3.008 -0.116 0.295 0.565
O -17.231 -4.59 -1.348 -0.208 -0.055 -0.517
O -16.835 3.466 25.255 -0.484 -0.462 -0.074
O -12.176 -3.993 23.468 -0.262 -0.147 0.442
O -25.643 -4.505 -5.641 0.514 0.036 0.073
O 28.483 -1.025 -1.452 -0.509 -0.21 -0.311
O -21.377 2.677 25.456 0.617 0.212 -0.103
O -30.871 4.11 23.247 -0.035 0.478 0.202
O 7.526 -6.707 -3.88 -0.006 -0.219 0.387
O -12.717 4.488 -2.364 -0.044 -0.566 0.292
O -7.808 5.083 25.394 0.022 -0.409 0.162
O -1.681 6.319 23.291 -0.109 -0.182 0.292
O 28.28 -7.492 -4.2 -0.516 0.107 -0.083
O -5.502 -5.83 24.892 -0.405 -0.228 -0.407
O 20.78 7.498 -3.762 -0.562 -0.266 -0.198
O 1.813 -2.2 -3.897 -0.393 -0.725 -0.031
O 17.38 1.418 -2.518 0.09 -0.17 0.568
O -18.274 -4.059 23.304 -0.808 -0.038 -0.081
O 1.705 -6.508 -1.367 -0.27 0.086 -0.604
O 0.62 -2.517 26.112 0.171 0.14 -0.259
O -0.707 -0.339 25.272 0.468 -0.11 -0.382
O 14.387 6.689 -1.327 -0.272 0.095 -0.008
O 15.982 1.68 -5.46 0.145 -0.002 -0.184
O -0.725 2.175 25.797 0.898 -0.093 0.075
O -22.894 0.98 -1.357 0.277 -0.441 -0.117
O -15.395 4.486 -0.884 -0.195 -0.197 -0.185
O 26.028 -3.59 -1.316 -0.391 0.167 0.083
O 19.483 2.833 -3.404 0.078 0.528 -0.768
O 4.709 6.372 25.813 0.319 0.116 0.491
O 28.627 -6.941 -1.68 0.529 -0.659 -0.098
O -0.65 -1.531 -3.218 -0.264 -0.289 0.047
O -1.31 -0.943 -5.748 0.156 0.292 -0.047
O -25.825 -7.358 -4.069 -0.625 -0.043 -0.464
O 1.878 3.567 -1.266 0.104 -0.121 -0.576
O 2.807 2.268 -3.53 -0.106 0.26 -0.303
O 3.68 1.671 -1.194 0.237 -0.356 -0.463
O 16.616 1.622 24.668 0.092 0.228 0.097
O -10.056 -1.283 -1.158 -0.607 0.18 -0.113
O -25.653 -6.82 -1.588 0.1 -0.377 -0.133
O 4.3 -2.77 -4.305 0.088 -0.11 0.636
O 6.519 -2.046 -5.382 -0.267 0.38 -0.497
O 1.006 -4.132 -5.665 -0.41 0.117 0.094
O 1.241 0.258 -3.292 -0.204 0.266 0.272
O 4.33 -0.84 23.953 0.248 0.265 0.257
O 5.352 0.024 -0.12 0.003 -0.167 -0.111
O 7.404 2.362 -2.972 0.091 0.054 -0.052
O 8.892 -4.4 -3.537 -0.208 -0.047 0.69
O 3.736 4.327 24.508 0.165 0.127 -0.52
O 4.271 4.016 -2.275 0.143 0.115 0.24
O -25.425 -0.435 -4.103 0.559 -0.31 -0.244
O 8.039 -4.955 -5.855 -0.367 -0.068 -0.242
O 10.828 -6.704 24.06 -0.172 0.633 -0.194
O 2.732 7.544 -4.107 -0.483 0.447 0.074
O 2.082 6.173 -6.255 -0.015 -0.366 0.003
O 10.54 -4.228 -5.446 0.642 -0.051 -0.169
O 30.66 2.905 -3.612 0.144 -0.023 0.034
O 20.133 -4.137 -1.768 -0.681 0.11 -0.059
O 26.681 -5.544 -3.069 -0.453 -0.436 -0.063
O 13.196 -6.212 25.083 0.019 0.475 -0.353
O 22.148 2.579 -3.213 0.251 -0.346 -0.515
O 11.178 8.064 -2.496 -0.539 0.251 -0.338
O 15.936 -3.909 22.805 0.37 -0.283 0.295
O 15.403 -6.029 -3.366 -0.09 0.05 -0.025
O 10.877 -2.69 -3.196 0.302 -0.281 0.215
O -31.43 -4.406 -2.602 -0.023 -0.102 -0.359
O -14.179 -1.922 -6.509 0.059 0.119 -0.02
O -24.364 -2.726 -0.536 -0.176 0.119 -0.576
O -14.342 -1.677 -1.425 0.129 -0.421 0.027
O 29.122 1.46 -1.935 -0.63 0.161 0.166
O 20.317 0.519 -5.703 0.18 0.449 0.091
O 1.358 -1.685 -1.405 0.261 -0.691 0.007
O 30.037 -2.796 -0.453 -0.301 -0.138 -0.553
O 30.428 1.665 -5.963 -0.207 -0.114 0.237
O 26.536 -7.047 25.075 -0.027 -0.224 -0.185
O 15.154 -3.029 -6.053 -0.052 -0.199 0.05
O -3.113 2.781 -3.439 0.158 -0.347 -0.17
O -5.065 -1.453 -5.651 -0.096 0.088 -0.616
O 14.201 0.476 24.983 -0.388 0.041 0.357
O 21.957 -5.49 -0.588 -0.065 -0.142 -0.084
O -20.492 -2.809 25.271 0.273 -0.066 -0.252
O 19.193 -4.248 -4.237 -0.365 0.083 0.158
O 21.961 0.015 -0.514 -0.21 -0.033 -0.473
O 22.897 4.338 -1.389 -0.046 0.552 -0.039
O -0.186 0.035 -0.38 0.024 -0.253 -0.136
O -21.371 6.382 25.251 0.003 -0.697 -0.144
O 12.752 4.619 25.583 -0.017 0.377 0.055
O -0.49 3.295 -3.451 0.638 0.024 0.361
O -23.902 1.571 -3.784 0.124 0.296 -0.381
O -5.66 6.146 -6.846 0.152 0.147 -0.408
O -15.403 -6.396 -0.729 -0.28 -0.261 -0.188
O 17.175 -6.538 -1.447 -0.103 0.49 -0.056
O 12.76 -5.824 -2.937 -0.374 0.095 -0.504
O -9.473 -2.955 -6.166 -0.274 -0.106 0.251
O 11.47 5.98 -0.607 0.084 0.338 0.21
O -32.527 0.07 -0.572 -0.307 0.169 -0.301
O -28.934 3.216 24.926 0.28 -0.364 -0.232
O 16.277 -7.825 24.803 -0.244 0.535 -0.201
O -22.401 -7.624 24.547 -0.299 0.366 0.045
O 29.207 -5.15 -3.541 0.449 0.001 0.166
O 32.181 -6.62 -2.985 -0.31 0.241 -0.303
O 12.784 -2.037 -5.244 -0.435 -0.004 0.434
O -13.718 -5.442 22.137 0.071 0.013 0.248
O 27.359 5.494 -0.709 0.085 -0.045 -0.547
O -9.838 -3.418 24.638 0.26 -0.071 -0.205
O -4.945 -3.43 -3.993 0.305 0.339 0.439
O 13.781 0.255 -5.614 -0.33 0.471 0.149
O -9.492 6.757 24.218 -0.04 -0.226 0.209
O 7.611 -7.799 -0.264 0.048 0.088 -0.772
O -30.182 3.111 -0.512 -0.112 -0.068 -0.446
O -29.476 4.12 -3.402 -0.424 -0.088 0.095
O 3.639 -4.665 -1.414 -0.264 0.262 -0.253
O 20.739 -3.423 22.53 -0.202 0.442 0.356
O 16.546 2.849 21.81 -0.337 0.128 0.286
O 13.599 8.125 -3.28 -0.192 0.024 -0.29
O -28.474 5.502 25.946 -0.167 0.123 0.485
O 5.421 -4.073 -6.466 -0.517 -0.498 -0.249
O -16.502 -5.123 24.855 0.433 0.196 0.13
O 6.927 -1.978 -0.693 -0.357 -0.31 -0.173
O 8.564 -7.853 24.775 -0.712 -0.346 -0.055
O 28.994 -7.833 25.139 -0.167 -0.485 -0.126
O -12.779 1.019 23.204 0.457 0.055 0.136
O -10.116 -5.602 26.049 -0.292 -0.14 0.011
O -29.854 8.124 -0.568 0.197 0.094 -0.316
O -21.569 5.489 -0.491 -0.162 -0.109 -0.031
O -25.841 4.494 -1.562 -0.34 -0.269 -0.251
O 19.015 8.108 -0.551 0.26 -0.231 -0.402
O 27.348 -5.386 -0.156 0.029 0.02 -0.198
O -8.288 2.684 -0.394 0.061 0.003 -0.328
O -0.627 4.551 -5.847 0.093 -0.024 -0.246
O -30.947 2.993 -5.342 -0.14 -0.679 -0.102
O -12.896 -3.12 -3.149 0.699 -0.138 -0.549
O 17.515 -1.157 -1.858 -0.158 -0.354 -0.27
O 6.754 1.486 25.898 -0.177 -0.131 -0.593
O -10.748 6.035 -3.051 0.765 -0.024 -0.155
O -20.113 -7.722 25.785 0.646 0.396 0.531
O -3.054 1.02 25.386 -0.315 -0.452 -0.163
O -3.461 6.411 25.218 -0.155 0.556 -0.047
O -30.268 -2.529 -3.828 0.41 0.224 -0.145
O -20.751 1.463 -6.108 -0.124 -0.205 0.233
O -31.218 -0.378 22.662 -0.229 0.1 0.112
O -22.287 3.202 -2.769 -0.064 0.267 0.248
O -10.916 -5.553 -0.223 0.146 0.156 -0.291
O 20.168 -1.787 25.885 -0.487 -0.223 -0.235
O -27.261 -5.275 -0.483 -0.126 0.144 -0.121
O -28.511 3.825 -5.901 0.384 -0.163 -0.004
O -2.983 -2.735 -0.456 -0.173 0.309 -0.515
O -9.575 -1.969 -3.705 -0.213 -0.368 0.021
O 9.107 -2.038 -4.976 0.348 0.344 -0.614
O 12.69 4.386 -5.228 -0.372 -0.327 0.252
O -7.718 1.875 -5.52 -0.071 -0.007 0.369
O 7.437 0.136 -4.296 -0.201 0.02 0.387
O 4.726 6.64 -2.728 0 0.069 0.644
O 30.626 -0.932 -5.825 -0.411 -0.082 -0.494
O 5.653 -5.72 -0.214 -0.044 0.097 -0.152
O -7.693 -0.767 -2.282 -0.043 -0.264 -0.247
O 14.58 5.831 -3.863 0.13 0.209 -0.357
O -9.486 -7.529 -1.135 -0.476 -0.1 -0.159
O -29.611 -4.467 25.88 -0.093 0.5 -0.228
O 7.532 -2.188 -3.031 -0.552 -0.32 -0.061
O 1.935 -4.662 25.303 0.513 0.203 -0.005
O 12.808 -0.919 23.099 -0.192 0.418 0.215
O -14.932 -4.212 -5.423 0.359 0.017 0.157
O -29.425 6.633 -3.976 0.371 0.455 -0.187
O -25.542 6.994 -5.662 0.03 -0.626 -0.014
O -12.529 -5.708 -3.113 0.458 -0.064 0.173
O 13.059 -4.442 -6.038 -0.843 0.011 0.045
O 6.788 -1.503 23.24 0.495 -0.003 0.484
O 19.951 -3.823 -6.78 -0.066 -0.28 -0.219
O -26.933 -5.179 -3.463 -0.56 -0.236 0.422
O 21.898 -3.413 24.842 0.131 -0.409 0.338
O -31.035 -6.187 -6.948 -0.215 0.143 0.098
O 31.619 -4.616 -1.365 -0.037 0.183 -0.632
O -22.584 -4.407 -1.467 0.432 -0.366 -0.233
O 1.342 -6.286 23.331 0.487 -0.005 0.175
O -28.58 1.428 -1.637 0.079 -0.256 -0.213
O -6.698 -4.207 -1.456 -0.184 0.259 -0.62
O -1.643 1.94 -1.432 -0.144 0.073 0.031
O 1.697 1.457 -5.732 -0.541 -0.144 -0.324
O 9.192 6.852 -1.393 -0.48 -0.255 -0.447
O 0.046 5.302 -0.448 0.021 -0.076 -0.459
O -18.909 -0.723 -6.164 -0.188 -0.251 0.484
O 2.942 7.838 -0.221 0.003 -0.134 -0.319
O -12.399 0.066 -6.022 0.281 -0.149 0.213
O -18.213 1.739 -6.579 -0.173 0.454 -0.251
O -3.61 4.566 23.265 -0.019 -0.137 0.653
O 3.992 1.912 -6.939 0.018 -0.272 -0.276
O 8.737 -3.789 -1.031 -0.463 -0.291 -0.22
O 21.774 -3.909 -3.857 0.434 -0.294 -0.088
O -12.948 2.705 -6.31 0.186 0.322 -0.381
O 10.188 1.326 -1.254 0.07 -0.153 -0.071
O 7.882 2.191 -0.38 -0.412 -0.309 0.427
O -11.708 6.27 -0.695 0.397 0.07 -0.059
O 5.025 5.854 -0.111 -0.046 0.07 -0.324
O 8.985 4.759 24.78 0.521 -0.314 -0.146
O 10.762 -5.42 -0.325 0.212 -0.08 -0.458
O -31.655 -3.899 -5.658 -0.575 -0.48 0.225
O -1.855 -2.596 25.343 -0.637 0.063 -0.052
O -18.925 -2.778 -0.507 -0.119 -0.098 -0.299
O -6.756 -1.076 24.251 -0.127 -0.011 0.055
O 21.925 5.166 -3.583 -0.271 -0.098 -0.742
O 1.574 3.414 23.137 -0.361 -0.718 0.089
O 14.734 2.104 -1.178 0.415 0.138 -0.467
O -28.072 -3.658 -5.53 -0.329 0.28 0.235
O -11.78 -6.312 -5.593 -0.147 0.293 -0.037
O 10.855 5.48 -3.058 0.639 0.085 -0.516
O 22.658 5.665 25.378 -0.262 0.215 0.328
O -18.924 2.757 -3.567 -0.482 -0.084 -0.28
O 26.751 3.046 25.107 -0.008 -0.152 0.216
O 14.122 -3.722 -3.724 0.107 0.185 0.344
O 11.958 -1.074 -1.366 0.316 0.375 -0.631
O 13.518 -2.679 -0.225 0.03 0.016 -0.137
O -26.056 -1.097 -1.598 0.044 0.466 0.003
O 16.089 0.09 -0.234 -0.138 -0.039 -0.171
O 28.497 -5.233 25.209 -0.235 0.338 0.022
O 24.681 -6.713 -6.243 0.359 0.474 0.407
O 30.214 -0.277 25.262 0.011 -0.292 -0.201
O 17.9 3.744 -1.482 0.248 0.027 -0.157
O 20.643 6.254 -1.471 0.136 -0.212 -0.22
O 12.163 6.788 -5.959 -0.286 0.228 0.699
O 14.678 -4.679 -1.345 0.29 -0.402 -0.119
O -12.611 -0.535 -3.052 -0.072 0.056 -0.352
O -32.204 5.234 -0.522 0.077 0.013 -0.523
O -3.147 -0.999 -3.878 -0.084 -0.535 0.35
O 29.219 3.926 -5.53 -0.043 -0.132 -0.432
O 12.302 4.004 23.023 -0.53 0.103 0.113
O -32.544 -2.309 25.075 0.082 0.19 -0.367
O 24.595 2.655 -0.504 -0.175 -0.068 -0.199
O -25.583 -3.718 23.86 0.124 0.009 -0.437
O 24.445 7.641 25.055 -0.342 -0.185 -0.555
O -20.764 -1.7 -4.003 0.184 -0.029 -0.01
O -3.219 7.578 -3.342 -0.015 0.214 -0.236
O 17.721 -2.791 -5.856 0.294 0.081 0.415
O -8.246 -5.433 22.306 0.072 0.09 0.278
O 31.423 2.281 -1.194 0.619 0.331 -0.269
O -19.784 6.922 -6.054 -0.475 -0.215 0.455
O -5.143 -1.231 -1.245 -0.197 -0.226 -0.223
O -8.775 8.024 -3.58 -0.243 -0.051 -0.071
O -23.909 6.912 25.718 0.08 -0.606 0.053
O -19.199 5.412 22.276 -0.078 -0.318 0.141
O 22.998 -1.564 -3.914 0.142 0.323 0.09
O -16.813 -6.204 -5.318 -0.179 0.339 -0.116
O 31.804 7.421 -1.444 -0.15 0.328 -0.093
O 28.596 -3.802 -5.79 -0.307 0.168 -0.107
O -14.937 4.675 -6.702 0.458 0.338 -0.05
O -9.3 -7.146 -5.979 0.575 0.229 0.054
O -5.947 -4.047 -6.206 0.336 -0.623 0.21
O -21.308 -5.377 25.399 -0.379 0.162 0.262
O 12.781 -7.226 -0.822 0.396 -0.511 -0.104
O 28.663 6.281 -4.503 -0.157 -0.02 0.305
O -32.175 -4.839 25.22 0.175 -0.257 -0.14
O -30.978 1.714 24.286 -0.552 0.094 0.441
O 17.142 3.596 -4.045 -0.304 0.478 -0.055
O -23.664 -3.092 25.606 0.381 -0.155 0.279
O -28.543 6.024 -1.578 -0.244 -0.436 -0.042
O 30.709 -3.842 25.871 -0.259 0.57 0.346
O -16.136 -0.073 -0.448 -0.126 -0.21 -0.632
O -31.691 -6.339 -0.925 -0.011 0.079 -0.063
O -31.054 -1.948 -1.419 0.108 0.025 -0.224
O 9.447 7.169 -6.976 0.607 0.096 0.278
O -30.749 7.886 -5.847 -0.29 0.077 0.117
O -10.372 1.748 -6.128 0.11 0.037 -0.063
O -12.251 -8.171 -3.796 -0.244 -0.181 0.34
O -22.206 3.659 -5.347 -0.009 0.237 -0.162
O -24.412 2.746 -0.342 0.138 -0.183 -0.504
O -18.722 6.525 24.96 -0.361 -0.301 -0.262
O 5.769 2.206 -5.061 -0.363 0.08 0.303
O -14.848 -1.783 -4.019 -0.423 0.391 0.088
O -19.183 5.423 -4.017 -0.282 0.022 0.169
O -22.784 1.807 23.245 0.114 -0.076 0.309
O 20.396 -1.787 -4.348 -0.55 -0.201 0.006
O -21.439 0.721 -3.385 0.079 0.126 -0.441
O 31.903 6.989 23.126 0.352 -0.008 0.098
O -17.605 1.672 -1.598 0.121 0.1 0.024
O 21.895 -8.155 21.814 -0.162 0.017 0.459
O 32.489 0.424 -7.08 0.284 0.584 0.179
O 29.946 7.95 -6.157 0.302 -0.357 -0.063
O -18.77 8.13 -0.365 -0.009 0.2 -0.42
O 21.734 3.155 24.91 0.277 -0.225 0.397
O 12.731 3.823 -1.299 -0.069 0.109 -0.254
O -26.446 -2.729 -3.693 0.177 -0.16 0.05
O 25.753 1.849 -4.079 -0.465 0.006 -0.294
O -22.788 -3.354 -3.91 -0.243 0.057 0.147
O -27.163 5.096 -3.685 0.019 -0.037 -0.663
O 25.175 5.103 25.557 0.009 -0.107 -0.538
O -31.383 7.448 24.992 0.2 -0.54 -0.188
O -13.61 2.758 -0.143 0.023 -0.096 -0.45
O 6.25 -4.424 -4.027 -0.351 -0.114 0.565
O 2.364 -5.338 -3.676 0.276 0.243 -0.388
O -22.25 -0.908 25.218 -0.433 0.48 0.134
O 9.824 -4.949 25.522 0.321 -0.358 -0.303
O -14.745 -0.728 23.046 -0.077 -0.016 0.136
O 25.301 -0.663 -3.316 -0.172 -0.123 -0.537
O 4.876 -2.96 22.436 0.352 0.281 -0.051
O -8.88 -0.44 -5.752 -0.283 -0.14 -0.035
O 16.84 -3.056 25.166 0.158 -0.428 -0.009
O 18.045 6.718 24.096 0.277 0.03 0.874
O -17.137 6.991 22.994 0.698 0.467 0.086
O 22.087 -2.467 -6.142 0.708 0.308 -0.014
O 19.187 2.404 24.56 -0.255 0.321 -0.08
O 17.596 3.272 -6.678 0.093 0.443 0.052
O 0.961 5.486 -3.971 0.156 0.227 0.131
O -10.255 4.178 -1.239 0.088 -0.037 -0.203
O 0.231 -6.76 25.698 -0.289 -0.087 -0.088
O -27.534 -2.929 25.434 -0.045 0.744 0.126
O -13.592 8.08 -0.169 -0.211 -0.165 -0.782
O -6.328 1.093 -1.175 0.105 0.359 -0.48
O -17.491 1.942 23.167 -0.09 -0.106 0.599
O -1.656 5.571 -3.678 0.156 0.28 0.066
O 26.978 4.22 -4.124 0.28 0.118 0.63
O 25.29 3.622 -6.026 -0.799 -0.309 -0.27
O -5.665 5.526 -0.403 0.1 0.088 -0.086
O 9.402 -1.33 -1.484 0.275 0.233 0.386
O 7.563 7.016 -4.206 0.461 0.084 0.637
O 3.375 -0.243 -4.666 0.498 0.135 -0.018
O -4.398 -7.993 -6.001 -0.303 0.171 -0.014
O -28.956 1.716 -4.277 -0.03 -0.625 -0.267
O -10.478 6.987 -5.383 0.124 -0.458 -0.494
O -16.825 -6.741 -2.829 0.151 -0.41 0.223
O 20.615 0.461 -3.131 0.36 -0.327 0.289
O 15.151 -1.64 23.77 0.082 0.413 -0.432
O 30.388 -0.373 -3.273 0.248 0.207 0.222
O -27.114 -5.507 25.801 -0.133 -0.5 -0.426
O -3.251 6.125 -5.66 0.248 -0.167 -0.165
O 21.036 0.631 25.189 0.664 -0.21 -0.042
O 22.349 -7.228 -5.139 -0.032 0.245 -0.098
O 26.28 1.028 -1.601 0.355 -0.206 0.214
O -14.959 -4.755 -2.656 -0.271 0.141 -0.676
O 20.687 -6.233 -3.368 -0.149 -0.151 0.606
O -0.007 7.597 -6.88 -0.635 -0.157 0.144
O -11.914 7.244 23.259 -0.293 0.157 0.433
O -20.671 -1.03 -1.465 -0.463 -0.084 -0.189
O -17.752 7.692 -4.536 0.088 -0.19 0.002
O 32.516 -1.845 -4.214 0.179 0.102 0.581
O -25.625 -6.954 -6.734 0.182 -0.004 0.148
O -12.814 5.778 -4.647 0.061 -0.014 -0.401
O 28.214 -6.551 23.018 0.289 0.207 -0.007
O -15.652 3.858 23.01 -0.4 -0.116 0.167
O -25.224 1.698 25.081 -0.284 -0.315 -0.352
O 11.184 -0.246 -6.402 0.078 0.025 0.431
O 32.525 2.623 22.164 -0.024 -0.01 0.393
O -3.782 -5.532 -5.305 0.173 0.108 -0.125
O 6.166 -5.378 24.514 0.598 -0.002 -0.134
O 16.304 5.398 -0.323 0.062 0.008 -0.24
O -18.856 -4.687 25.868 0.228 -0.541 0.442
O -18.973 0.067 -3.137 0.373 -0.559 -0.42
O -4.279 5.166 -3.466 -0.383 0.255 0.291
O 12.56 1.501 -2.458 0.344 -0.565 -0.135
O -22.188 5.669 -3.613 0.312 -0.1 -0.153
O -7.744 -4.658 25.46 -0.031 -0.148 -0.467
O 2.015 2.821 25.737 -0.188 0.046 0.168
O 7.323 -7.735 -6.294 -0.538 0.347 -0.484
O 5.287 -7.982 -4.631 -0.078 -0.055 -0.532
O -15.14 1.63 24.242 0.27 0.167 0.075
O 31.601 -7.795 25.2 -0.048 0.168 0.423
O -5.702 3.027 -4.047 -0.282 -0.081 0.136
O -14.349 3.688 -4.326 -0.192 -0.373 0.052
O 17.052 -7.86 -6.212 -0.012 -0.644 0.027
O -24.811 -5.851 22.133 -0.172 -0.034 0.451
O 16.163 7.787 -2.918 0.372 -0.415 -0.033
O -20.281 -6.448 -1.503 -0.29 0.569 -0.018
O -21.021 -3.5 -5.844 0.085 -0.422 0.255

Results
total energy: -406616.715 eV
total energy less fixed offsets of O -438.25, Si -107.07 eV per atom: -3.915 eV
